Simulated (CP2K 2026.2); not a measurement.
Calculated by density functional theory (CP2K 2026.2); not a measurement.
Periodic cell of 2016 atoms, Si1440O576, from a study of silicon, its oxide and their interface. The atomic structure is a simulated model.
Doubt: the forces sum to 4.09 eV/angstrom along one axis rather than to zero, so they err by at least 0.0020 eV/angstrom per atom on average; the grid cutoff is modest.

Settings
functional: PBE
method: Gaussian and plane waves
basis set: DZVP-MOLOPT-SR-GTH
pseudopotentials: GTH-PBE
grid cutoff: 300 Ry, relative cutoff 40 Ry
k points: Gamma only
occupations: fixed
spin: none
net charge: 0

Cell vectors (angstrom)
a	65.28	0	0
b	0	16.32	0
c	7.355	6.756	33.624

Atoms and the computed forces on them: element, x, y, z (angstrom), force x, y, z (eV/angstrom)
Si	1.684	-1.446	-0.199	-0.153	-0.052	0.737
Si	4.466	1.06	-0.047	-0.198	0.126	0.75
Si	1.134	4.542	-0.113	0.058	-0.162	0.694
Si	3.9	7.236	0.133	0.042	-0.218	0.808
Si	1.696	-6.914	0.133	-0.258	0.003	0.658
Si	4.658	-4.847	0.016	-0.07	0.323	0.744
Si	6.683	-1.212	-0.05	0.176	-0.193	0.69
Si	9.156	1.846	-0.093	0.222	-0.205	0.734
Si	6.877	4.067	-0.179	-0.222	0.21	0.633
Si	9.133	7.188	-0.029	0.081	-0.138	0.631
Si	6.943	9.391	0.409	0.092	-0.047	0.467
Si	-6.471	-4.282	0.057	-0.201	0.127	0.754
Si	-3.59	-1.633	0.184	-0.178	0.024	0.741
Si	-1.581	1.703	-0.031	0.326	-0.328	0.675
Si	-3.948	3.8	0.369	-0.021	0.226	0.69
Si	-1.306	6.563	-0.089	-0.062	0.244	0.675
Si	-4.268	-6.448	0.231	-0.042	-0.154	0.76
Si	-1.525	-3.973	0.075	0.242	-0.063	0.717
Si	2.855	-0.046	1.272	0.013	-0.005	-0.075
Si	5.425	2.801	1.212	0.01	0.002	-0.051
Si	2.7	5.581	1.307	-0.006	0.001	-0.064
Si	5.441	8.147	1.643	-0.021	-0.032	-0.046
Si	2.942	-5.531	1.501	0.03	0.018	-0.013
Si	5.53	-2.879	1.194	-0.03	0.012	-0.029
Si	8.197	0.085	1.209	0.019	0.015	-0.051
Si	-5.458	2.632	1.625	-0.036	-0.007	-0.036
Si	8.061	5.53	1.272	-0.019	-0.021	-0.068
Si	-5.442	8.215	1.42	0.002	0.006	-0.088
Si	8.271	10.958	1.454	0.052	0.004	-0.057
Si	-5.332	-2.696	1.369	0.003	-0.021	-0.063
Si	-2.497	0.009	1.404	-0.014	0.034	-0.031
Si	0.099	2.812	1.187	-0.008	0.034	-0.048
Si	-2.703	5.451	1.437	0.023	0.028	-0.047
Si	-0.058	8.2	1.195	0.026	-0.03	-0.015
Si	-2.704	-5.354	1.544	-0.013	0.015	-0.056
Si	0.183	-2.745	1.176	0.003	-0.005	-0.038
Si	1.443	1.382	2.562	-0.043	-0.011	-0.008
Si	4.047	4.115	2.616	0.002	0.028	-0.018
Si	1.319	6.892	2.687	-0.02	0.029	0.028
Si	4.154	9.518	2.989	-0.007	-0.019	0.036
Si	1.495	-4.067	2.647	-0.029	0.03	0.027
Si	4.165	-1.473	2.614	0.013	0.009	0.028
Si	6.808	1.431	2.616	-0.003	-0.003	0.029
Si	9.427	4.215	2.734	0.02	0.04	0.035
Si	6.782	6.723	2.844	0.032	0.001	0.028
Si	9.457	9.565	2.929	-0.016	0.035	0.043
Si	6.855	12.285	2.75	0.011	-0.015	0.014
Si	-6.726	-1.349	2.7	-0.001	-0.01	0.015
Si	-3.986	1.251	2.801	0.027	-0.016	0.024
Si	-1.274	4.069	2.709	0.036	0.002	0.022
Si	-4.048	6.855	2.75	-0.025	-0.026	0.015
Si	-1.307	-6.801	2.711	0.024	-0.025	0.008
Si	-4.046	-3.994	2.855	-0.03	0.009	0.051
Si	-1.128	-1.379	2.683	0.019	-0.026	0.022
Si	0.141	0.035	4.035	0.004	0.005	0.009
Si	2.744	2.731	4	-0.007	-0.014	0.017
Si	0.042	5.464	4.075	-0.006	0.004	-0.015
Si	2.692	8.149	4.168	-0.017	-0.042	0
Si	0.095	-5.425	4.025	0.003	0	0.001
Si	2.791	-2.713	4.068	0.01	-0.003	-0.009
Si	5.48	-0.008	3.974	-0.015	-0.004	-0.027
Si	8.119	2.765	4.068	0.012	-0.003	-0.015
Si	5.393	5.373	4.12	-0.007	-0.009	0.003
Si	8.093	8.159	4.209	-0.008	0.018	-0.026
Si	5.53	10.942	4.197	-0.014	0.024	-0.003
Si	8.188	-2.641	4.071	0.016	-0.002	0.015
Si	-5.379	-0.054	4.137	0.007	0.01	0.001
Si	-2.641	2.706	4.081	0.002	0.02	-0.007
Si	-5.346	5.491	4.175	0.002	-0.004	0.003
Si	-2.666	8.186	4.101	-0.004	0.006	0.005
Si	-5.417	-5.406	4.146	-0.001	-0.011	-0.016
Si	-2.589	-2.655	4.094	-0.009	0.017	-0.002
Si	1.365	-1.315	16.338	-0.003	0.006	-0.005
Si	4.126	1.379	16.371	0.004	0.016	-0.01
Si	1.335	4.114	16.342	0.02	0.002	0.004
Si	4.059	6.81	16.398	-0.003	0.01	-0.018
Si	1.322	-6.789	16.357	-0.004	0	-0.005
Si	4.043	-4.068	16.368	-0.015	0.009	-0.01
Si	6.815	-1.324	16.448	0.005	0.019	-0.003
Si	-6.811	1.382	16.286	0.003	0.002	0.003
Si	6.782	4.101	16.449	0.007	-0.002	-0.009
Si	-6.813	6.767	16.313	-0.004	-0.004	-0.008
Si	6.772	9.53	16.43	-0.009	0	-0.007
Si	-6.822	-4.104	16.307	-0.003	0.003	-0.013
Si	-4.147	-1.371	16.297	-0.003	-0.005	0.007
Si	-1.395	1.376	16.311	-0.012	0	-0.005
Si	-4.109	4.093	16.354	0.001	-0.005	-0.002
Si	-1.399	6.819	16.348	0	0.002	-0.007
Si	-4.109	9.494	16.295	-0.01	-0.009	-0.007
Si	-1.364	-4.114	16.27	0	-0.001	-0.009
Si	2.784	0.015	17.706	0.011	-0.028	-0.023
Si	5.432	2.726	17.801	-0.012	-0.018	0.021
Si	2.662	5.472	17.738	-0.003	-0.012	0.006
Si	5.422	8.145	17.782	-0.011	-0.007	0.007
Si	2.68	-5.436	17.717	-0.007	0.001	0.011
Si	5.371	-2.677	17.722	-0.011	0.002	-0.034
Si	8.205	0.025	17.833	-0.016	-0.026	0.006
Si	-5.507	2.749	17.705	-0.013	0.008	-0.013
Si	8.127	5.447	17.844	-0.002	0.004	-0.008
Si	-5.463	8.127	17.661	0.023	-0.012	0.012
Si	8.111	10.899	17.807	0.026	0.007	0.007
Si	-5.493	-2.745	17.677	0.009	0.015	0.033
Si	-2.813	0.026	17.618	-0.001	-0.005	-0.025
Si	-0.025	2.732	17.659	-0.019	0.007	0.019
Si	-2.754	5.465	17.719	-0.014	0.024	0.005
Si	-0.063	-8.13	17.722	-0.001	0.008	-0.026
Si	-2.708	-5.495	17.619	0.026	-0.013	-0.011
Si	-0.045	-2.704	17.593	0.024	0.015	0.004
Si	1.421	1.417	18.963	0.006	0.037	-0.011
Si	4.004	4.105	19.099	0.012	-0.024	-0.038
Si	1.275	6.839	19.085	0.008	0.011	-0.039
Si	4.018	-6.825	19.091	-0.025	0.006	-0.023
Si	1.316	-3.997	18.987	-0.01	0.018	-0.038
Si	4.076	-1.341	19.159	-0.009	0.008	-0.008
Si	6.83	1.38	19.181	-0.013	0.03	-0.043
Si	-6.823	4.118	19.132	0.015	-0.009	0.008
Si	6.752	6.8	19.213	-0.004	0.023	0.008
Si	-6.835	9.435	19.031	-0.023	-0.002	-0.02
Si	6.702	-4.008	19.08	0.014	-0.031	-0.013
Si	9.61	-1.315	19.212	0.026	0.035	-0.009
Si	-4.195	1.331	19.015	0.003	-0.024	-0.006
Si	-1.399	4.058	19.03	-0.01	0.003	-0.016
Si	-4.113	6.839	19.099	0.009	0.006	-0.021
Si	-1.421	-6.79	19.113	-0.014	-0.006	0.014
Si	-4.053	-4.147	18.932	-0.02	0.03	-0.009
Si	-1.459	-1.367	18.893	0.005	-0.029	-0.04
Si	0.055	-0.051	20.084	-0.006	-0.047	0.032
Si	2.632	2.757	20.474	-0.006	0.011	0.049
Si	-0.062	5.43	20.416	0.017	0	0.026
Si	2.601	8.201	20.482	-0.001	0.004	0.054
Si	-0.096	-5.28	20.335	0.009	0.011	0.05
Si	2.655	-2.706	20.456	-0.023	-0.006	0.052
Si	5.489	-0.022	20.529	0.019	-0.003	0.048
Si	8.128	2.753	20.639	-0.023	-0.013	0.044
Si	5.325	5.45	20.514	-0.02	-0.014	0.08
Si	8.05	8.162	20.636	0.02	0.011	0.061
Si	5.338	-5.399	20.405	-0.009	0.015	0.063
Si	8.105	-2.649	20.397	-0.003	0.009	0.037
Si	-5.587	-0.034	20.356	0.006	0.026	0.049
Si	-2.831	2.702	20.324	-0.029	0.028	0.044
Si	-5.478	5.51	20.511	-0.016	0.02	0.033
Si	-2.77	-8.14	20.542	0	-0.017	0.05
Si	-5.38	-5.543	20.258	0.008	-0.029	0.041
Si	-2.811	-2.705	20.293	0.007	0.021	0.02
Si	0.986	-1.548	21.619	0.211	0.038	-0.76
Si	4.24	1.56	21.687	-0.149	-0.077	-0.775
Si	1.481	4.366	21.82	-0.14	-0.294	-0.736
Si	3.709	6.601	21.805	0.159	0.129	-0.728
Si	1.454	-6.405	21.63	-0.034	-0.164	-0.68
Si	3.775	-4.313	21.757	0.074	0.183	-0.673
Si	7.146	-1.09	21.88	-0.212	-0.051	-0.738
Si	-7.105	1.101	21.754	0.218	0.106	-0.727
Si	6.39	3.833	21.864	0.213	0.149	-0.746
Si	-6.5	7.064	22.021	-0.215	-0.195	-0.668
Si	6.839	-6.47	21.821	-0.181	-0.385	-0.646
Si	9.122	-4.28	21.682	0.3	0.134	-0.724
Si	-4.565	-1.768	21.526	0.259	0.258	-0.746
Si	-1.383	1.202	21.318	0.088	0.222	-0.724
Si	-3.942	4.252	21.718	-0.204	-0.234	-0.671
Si	-1.676	6.467	21.748	0.169	0.247	-0.676
Si	-4.321	-6.935	21.876	0.198	0.102	-0.683
Si	-1.265	-3.725	21.7	-0.109	-0.225	-0.71
Si	-12.566	7.885	-6.346	-0.119	0.064	-0.049
Si	4.443	7.021	24.792	0.005	0.042	-0.067
Si	-5.054	2.294	23.743	-0.063	0.003	-0.068
Si	8.064	0.621	-6.851	0.09	0.142	-0.085
Si	-5.968	1.232	-2.701	0.013	-0.029	0.172
Si	12.296	4.358	25.982	-0.043	0.004	-0.034
Si	5.539	1.821	-5.36	-0.054	-0.019	0.027
Si	-8.603	5.801	-3.945	0.133	-0.009	0.136
Si	-4.828	3.931	-2.53	0.045	-0.063	0.053
Si	-1.502	3.763	26.085	-0.018	0.006	-0.048
Si	-7.059	5.824	24.985	-0.018	0.039	-0.135
Si	4.151	-3.439	24.689	-0.078	-0.04	-0.063
Si	-6.07	6.43	-2.392	0.022	0.09	-0.002
Si	5.889	4.296	-6.776	-0.005	-0.032	-0.062
Si	3.684	1.457	-3.048	-0.027	-0.053	0.055
Si	-8.09	-5.519	23.776	-0.006	0.046	-0.019
Si	-9.758	3.272	-4.708	-0.052	0.083	-0.003
Si	1.387	-3.302	-4.029	-0.031	-0.042	0.014
Si	-2.912	-4.369	-5.718	-0.093	-0.077	-0.028
Si	-6.618	-6.442	-5.12	0.081	0.073	-0.027
Si	-1.26	0.975	-3.138	-0.145	0.063	0.133
Si	-2.241	3.603	-4.103	-0.024	-0.006	-0.129
Si	-4.409	-6.4	-7.036	-0.038	0.05	0.052
Si	0.199	-6.329	24.407	0.002	0.144	0.012
Si	-3.378	8.017	-1.968	0.051	-0.226	0.171
Si	-3.806	4.238	-6.73	-0.11	0.176	-0.04
Si	2.612	4.246	-2.935	-0.038	0.06	0.197
Si	2.115	-7.99	26.269	0.008	-0.038	-0.086
Si	5.981	-8.09	-4.349	-0.03	-0.088	0.051
Si	10.816	5.429	-2.037	-0.059	0.132	0.073
Si	-8.414	-3.097	-2.022	0.065	0.037	0.093
Si	1.281	-0.393	-2.94	0.113	0.044	0.142
Si	0.085	-5.497	-2.116	0.025	0.067	0.102
Si	-3.691	-0.641	-2.7	0.055	-0.005	0.053
Si	0.081	5.48	-4.301	0.027	-0.087	-0.016
Si	-4.89	-2.455	-4.767	0.015	0.048	-0.042
Si	1.436	-3.733	25.686	0.005	-0.116	0.093
Si	15.092	4.466	25.713	0.022	-0.046	-0.044
Si	-6.244	-6.651	26.081	0.051	-0.021	-0.057
Si	2.295	0.323	23.787	-0.105	0.048	-0.205
Si	-0.037	-4	-6.587	0.008	0.097	0.035
Si	15.288	-3.697	25.216	-0.135	-0.079	-0.205
Si	-6.806	-0.032	-5.195	0.011	-0.025	-0.005
Si	-2.632	-5.319	24.072	-0.082	0.02	-0.089
Si	2.928	-7.977	-5.196	0.056	0.055	-0.019
Si	6.52	4.885	24.83	-0.092	-0.048	-0.18
Si	0.14	2.545	23.792	-0.006	0.096	-0.055
Si	10.591	2.528	-2.541	0.11	-0.059	0.031
Si	0.299	-7.814	-3.987	0.101	0.043	-0.041
Si	6.744	-2.186	24.819	-0.017	0.106	0.019
Si	5.309	5.853	-2.328	0.093	-0.065	0.062
Si	0.735	-6.899	-6.788	0.047	-0.105	0.111
Si	-3.884	-6.823	-4.402	-0.053	-0.008	-0.013
Si	3.624	-3.204	-2.148	-0.085	0.009	0.09
Si	1.452	-1.333	5.43	-0.015	0.013	0.008
Si	4.108	1.352	5.368	0.003	0	-0.012
Si	1.406	4.085	5.415	-0.005	-0.006	0.001
Si	4.069	6.771	5.484	-0.01	0.017	0.01
Si	1.378	9.555	5.486	-0.004	0.012	0.006
Si	4.116	12.281	5.493	0.01	-0.001	0.011
Si	6.814	-1.306	5.435	-0.005	-0.001	0.006
Si	9.472	1.401	5.46	0.002	0.015	0.003
Si	6.768	4.059	5.493	0	-0.007	0.002
Si	9.48	6.826	5.558	0.015	0.008	-0.007
Si	6.795	9.537	5.572	-0.004	-0.006	0.022
Si	9.518	-4.017	5.475	-0.017	-0.016	0.009
Si	-3.994	-1.368	5.484	0.01	-0.014	0.011
Si	-1.272	1.349	5.422	-0.014	-0.017	0.001
Si	-3.989	4.078	5.466	0.008	-0.006	0.009
Si	-1.322	6.806	5.455	0.006	0.006	-0.004
Si	-4.033	-6.777	5.464	-0.007	-0.009	0.004
Si	-1.272	-4.076	5.42	0.008	0.007	0.002
Si	2.781	0.025	6.805	0.002	-0.012	-0.005
Si	5.424	2.687	6.825	0.011	-0.017	0.003
Si	2.732	5.416	6.843	0.012	-0.012	-0.006
Si	5.411	8.157	6.868	-0.01	0.008	-0.01
Si	2.753	10.905	6.841	0.002	0.004	-0.004
Si	5.472	-2.67	6.834	-0.017	0.002	-0.006
Si	8.143	0.033	6.84	0.002	0.009	0.002
Si	10.816	2.713	6.894	0.011	-0.009	-0.002
Si	8.116	5.438	6.874	-0.005	-0.002	-0.01
Si	10.845	-8.136	6.914	0	0.01	-0.006
Si	8.185	-5.403	6.869	0.004	-0.001	-0.01
Si	10.859	-2.682	6.866	0.003	-0.014	-0.007
Si	-2.651	0.022	6.814	-0.01	0.01	0
Si	0.054	2.727	6.794	-0.005	0.002	0
Si	-2.661	5.446	6.833	-0.003	-0.011	0.002
Si	0.017	8.179	6.825	-0.003	-0.005	-0.005
Si	-2.659	-5.414	6.801	0.001	-0.009	-0.01
Si	0.066	-2.698	6.787	0.001	0.01	-0.007
Si	1.404	1.372	8.171	0.009	0.003	-0.012
Si	4.089	4.063	8.204	-0.015	0.002	-0.003
Si	1.377	6.807	8.182	-0.003	0.009	-0.006
Si	4.08	9.535	8.222	-0.012	-0.02	0.006
Si	1.395	-4.05	8.189	0	0	-0.002
Si	4.111	-1.328	8.203	0.023	0.021	0.006
Si	6.788	1.368	8.221	-0.013	-0.005	0.005
Si	9.477	4.09	8.25	-0.004	-0.007	-0.001
Si	6.777	6.809	8.238	-0.005	0.003	-0.008
Si	9.5	-6.77	8.266	0.01	0.017	0.003
Si	6.811	-4.046	8.213	-0.003	0.004	-0.011
Si	9.498	-1.326	8.222	0.008	0.006	-0.005
Si	-4.029	1.368	8.175	0.018	0.013	-0.001
Si	-1.307	4.076	8.177	0.001	0.008	-0.002
Si	-4.046	6.804	8.176	-0.002	0.006	-0.001
Si	-1.337	-6.784	8.184	-0.007	-0.007	0.002
Si	-4.041	-4.077	8.167	-0.015	-0.003	0.001
Si	-1.307	-1.354	8.167	-0.012	-0.012	-0.006
Si	0.041	0.011	9.535	0.003	0.009	-0.006
Si	2.734	2.72	9.573	0.004	-0.005	0.006
Si	0.027	5.446	9.547	0	-0.011	-0.004
Si	2.721	8.165	9.565	0.002	0.006	-0.003
Si	0.025	-5.419	9.538	-0.004	0.002	-0.006
Si	2.749	-2.696	9.56	-0.003	0.001	-0.004
Si	5.45	0.012	9.595	0.001	-0.012	0.007
Si	8.133	2.725	9.606	-0.007	0.001	0.001
Si	5.429	5.435	9.584	0.008	-0.009	-0.004
Si	8.138	-8.148	9.607	0.002	0.007	-0.008
Si	5.455	-5.422	9.571	-0.003	-0.001	-0.007
Si	8.157	-2.697	9.596	0	-0.007	-0.007
Si	-5.413	0.008	9.52	-0.004	0.006	-0.005
Si	-2.682	2.728	9.537	-0.009	-0.005	0.006
Si	-5.423	5.443	9.517	-0.003	0.003	0.001
Si	-2.699	-8.149	9.537	-0.003	0.003	0.002
Si	-5.416	-5.429	9.525	0.013	-0.003	0.002
Si	-2.691	-2.704	9.523	-0.001	-0.001	-0.006
Si	1.384	-1.341	10.92	0.003	-0.001	0.001
Si	4.091	1.373	10.95	0.007	0.001	0.003
Si	1.376	4.092	10.923	-0.003	0.01	-0.003
Si	4.075	6.806	10.937	-0.013	0.005	-0.004
Si	1.368	9.536	10.912	-0.005	-0.009	0.001
Si	4.101	-4.06	10.931	0.002	-0.006	-0.002
Si	6.805	-1.343	10.965	-0.004	0.014	0.001
Si	9.504	1.373	10.971	0.002	-0.004	-0.006
Si	6.788	4.093	10.965	-0.002	0.001	0
Si	9.493	-9.504	10.988	-0.002	-0.001	-0.002
Si	6.791	-6.78	10.966	0	0.003	0.002
Si	9.495	-4.057	10.987	0.007	-0.005	-0.001
Si	-4.06	-1.35	10.885	-0.004	-0.007	0.002
Si	-1.328	1.366	10.898	0.003	-0.001	-0.001
Si	-4.069	4.081	10.879	0.011	0.004	0.002
Si	-1.345	6.803	10.892	0	-0.002	-0.004
Si	-4.073	-6.798	10.888	-0.013	-0.011	0.004
Si	-1.346	-4.068	10.892	-0.008	-0.003	-0.003
Si	2.734	0.012	12.304	0.002	0.002	0.004
Si	5.442	2.73	12.325	-0.006	0.002	0.007
Si	2.722	5.448	12.301	0	-0.01	0.002
Si	5.427	8.167	12.31	-0.008	-0.009	0
Si	2.734	10.891	12.274	0.003	0.004	-0.009
Si	5.453	-2.713	12.319	0.008	-0.006	0.001
Si	8.16	0.012	12.337	0.004	-0.007	-0.002
Si	10.856	2.724	12.353	0.001	-0.005	-0.002
Si	8.14	5.448	12.343	-0.002	0	0
Si	10.855	-8.16	12.372	-0.002	-0.001	0.001
Si	8.149	-5.43	12.348	0.001	0.009	-0.001
Si	10.854	-2.706	12.357	0.004	-0.006	0.001
Si	-2.703	0.01	12.249	0.006	0.006	-0.004
Si	0.009	2.735	12.275	0.009	0.002	-0.003
Si	-2.718	5.444	12.239	-0.006	0.005	0.001
Si	0.007	8.164	12.255	-0.01	0.005	0.001
Si	-2.716	-5.433	12.241	0	0.002	-0.004
Si	0.004	-2.706	12.258	-0.006	-0.009	-0.007
Si	1.368	1.385	13.644	-0.009	0.006	-0.005
Si	4.079	4.093	13.673	0.007	0.004	0.001
Si	1.355	6.818	13.641	0.005	0.006	0.001
Si	4.069	9.533	13.665	-0.012	0.009	0.007
Si	1.366	-4.065	13.612	-0.002	0.002	-0.001
Si	4.099	-1.344	13.67	-0.002	-0.001	0.01
Si	6.82	1.388	13.692	0.006	-0.01	-0.011
Si	9.502	4.091	13.714	0	0.005	0.003
Si	6.776	6.812	13.691	-0.001	0.005	0.005
Si	9.504	-6.786	13.73	-0.002	0	0.009
Si	6.8	-4.065	13.71	0.002	-0.007	0.013
Si	9.501	-1.347	13.723	0	0.016	-0.003
Si	-4.078	1.372	13.593	0.007	-0.003	0
Si	-1.369	4.099	13.618	-0.017	0.002	-0.003
Si	-4.092	6.787	13.593	0.008	-0.001	0.004
Si	-1.369	9.512	13.596	-0.002	-0.006	0.004
Si	-4.09	-4.079	13.589	-0.002	-0.005	0.003
Si	-1.363	-1.356	13.623	0.01	-0.001	0.008
Si	-0.008	0.022	14.975	0.016	0.007	-0.004
Si	2.724	2.733	15.029	-0.003	-0.012	-0.001
Si	-0.024	5.468	14.985	-0.008	0.001	-0.002
Si	2.707	8.17	15.023	-0.01	-0.001	0.002
Si	0.005	-5.453	14.935	-0.001	-0.002	-0.002
Si	2.706	-2.705	14.992	0.006	-0.008	0.005
Si	5.479	0.013	15.031	0.004	0.006	0
Si	8.159	2.741	15.095	-0.005	-0.009	0.002
Si	5.426	5.444	15.055	-0.005	-0.006	0.008
Si	8.128	8.163	15.068	0.004	0	0.005
Si	5.425	10.885	15.042	-0.002	-0.004	-0.002
Si	8.159	-2.711	15.098	0.004	-0.001	0.006
Si	-5.458	0.015	14.929	0.01	0.005	0.003
Si	-2.746	2.748	14.97	0.007	0.001	0.006
Si	-5.454	5.424	14.951	0.002	0.006	0.005
Si	-2.739	8.15	14.947	-0.003	0	0.001
Si	-5.452	-5.445	14.943	0.012	0.006	-0.001
Si	-2.746	-2.725	14.961	-0.003	-0.005	-0.001
Si	17.874	-1.79	-0.028	-0.172	0.296	0.716
Si	20.59	1.098	0.206	-0.138	0.129	0.802
Si	17.326	4.329	0.35	0.126	-0.092	0.78
Si	19.934	6.979	0.127	0.181	-0.041	0.694
Si	17.681	-7.167	0.223	-0.043	0.214	0.627
Si	20.032	-4.016	0.341	0.164	0.022	0.679
Si	22.788	-1.1	0.188	0.058	-0.227	0.783
Si	25.523	1.468	0.132	0.179	-0.059	0.67
Si	23.41	3.805	0.089	-0.197	0.064	0.698
Si	25.587	7.025	0.31	0.017	-0.203	0.695
Si	23.312	9.146	0.229	-0.141	0.147	0.797
Si	9.898	12.005	0.029	-0.46	0.308	0.549
Si	12.459	-1.474	-0.068	-0.201	0.165	0.651
Si	14.516	1.847	0.178	0.332	-0.317	0.685
Si	12.374	4.221	0.326	-0.338	0.102	0.597
Si	15.243	6.622	0.305	-0.209	0.132	0.691
Si	11.917	9.555	0.499	0.323	-0.146	0.705
Si	14.654	-3.803	-0.085	0.142	-0.249	0.698
Si	18.926	-0.095	1.334	-0.014	-0.029	-0.052
Si	21.754	2.725	1.42	0.007	-0.023	-0.057
Si	18.927	5.464	1.594	-0.005	0.026	-0.076
Si	21.622	8.051	1.411	0.001	-0.002	-0.025
Si	18.786	-5.526	1.539	-0.003	-0.049	-0.026
Si	21.663	-2.754	1.453	0.002	0.01	-0.041
Si	24.37	-0.014	1.516	-0.011	0.005	-0.066
Si	10.736	2.879	1.357	-0.02	-0.019	-0.043
Si	24.46	5.354	1.477	0.001	0.012	-0.05
Si	10.646	8.07	1.629	-0.064	-0.072	-0.051
Si	24.383	10.796	1.524	0.009	-0.012	-0.056
Si	10.905	-2.623	1.296	0.026	-0.004	-0.066
Si	13.507	0.088	1.356	0.017	-0.023	-0.045
Si	16.191	2.733	1.551	-0.017	-0.003	-0.058
Si	13.598	5.614	1.639	0.056	0.004	-0.007
Si	16.327	-8.247	1.743	0.029	0.002	-0.033
Si	13.639	-5.448	1.363	0.028	0.048	-0.052
Si	16.22	-2.752	1.354	-0.005	0	-0.046
Si	17.614	1.299	2.743	0.033	0.023	-0.003
Si	20.363	4.052	2.79	0.009	-0.009	0.005
Si	17.662	6.748	3.069	0.006	-0.031	0.039
Si	20.308	9.476	2.801	-0.013	-0.023	0.007
Si	17.475	-4.113	2.849	0.004	0.042	-0.002
Si	20.282	-1.391	2.8	-0.005	0.016	0.034
Si	23.057	1.381	2.861	-0.017	0.002	0.047
Si	25.869	4.023	2.783	0.008	-0.006	0.015
Si	23.003	6.699	2.789	0.024	0.026	0.013
Si	25.716	9.537	2.978	-0.016	0.017	0.041
Si	23.027	12.215	2.804	-0.007	-0.004	0.011
Si	9.517	-1.276	2.645	0.001	-0.012	-0.005
Si	12.092	1.421	2.708	0.005	0.022	-0.01
Si	14.882	4.12	2.935	0.012	0.002	0.037
Si	12.146	6.855	2.936	0.003	0.024	0.035
Si	14.911	-6.762	2.854	-0.032	-0.008	0.004
Si	12.246	-4.041	2.713	-0.012	-0.007	0.014
Si	14.916	-1.287	2.705	-0.032	-0.033	-0.002
Si	16.261	-0.004	4.141	-0.014	-0.016	0.026
Si	18.979	2.673	4.114	-0.012	0.006	0.014
Si	16.254	5.398	4.328	0.003	0.01	0.01
Si	19.031	8.166	4.286	-0.005	0.002	-0.012
Si	16.21	-5.441	4.269	0.023	0.004	0.025
Si	18.922	-2.754	4.151	0.015	-0.013	-0.008
Si	21.661	-0.016	4.156	0.002	-0.001	-0.025
Si	24.471	2.709	4.169	-0.008	-0.001	-0.005
Si	21.691	5.383	4.201	0.007	-0.003	-0.005
Si	24.342	8.089	4.183	0.001	0	-0.008
Si	21.662	10.854	4.155	-0.011	-0.012	-0.01
Si	24.404	-2.756	4.155	0	-0.006	0.012
Si	10.823	0.035	4.101	-0.002	0.016	0.017
Si	13.475	2.715	4.158	-0.005	0.006	-0.02
Si	10.808	5.443	4.209	-0.038	-0.026	-0.003
Si	13.525	-8.086	4.225	0.015	0.016	-0.008
Si	10.903	-5.386	4.162	0.032	0.012	-0.017
Si	13.568	-2.669	4.098	0.03	-0.022	-0.018
Si	17.688	-1.395	16.459	-0.003	0.002	-0.006
Si	20.4	1.323	16.415	-0.004	0.002	0.002
Si	17.677	4.073	16.41	0.011	0	-0.012
Si	20.381	6.761	16.383	-0.009	0.004	-0.002
Si	17.639	-6.83	16.395	-0.005	0.008	-0.009
Si	20.345	-4.108	16.423	-0.004	-0.013	0.001
Si	23.091	-1.383	16.339	0.013	-0.011	-0.013
Si	9.531	1.383	16.463	0.01	0.005	0
Si	23.128	4.029	16.384	-0.006	-0.012	-0.002
Si	9.473	6.797	16.443	-0.011	-0.003	-0.009
Si	23.086	9.489	16.352	-0.003	-0.02	-0.004
Si	9.521	-4.06	16.488	0	-0.007	-0.006
Si	12.227	-1.346	16.439	-0.015	0.008	-0.007
Si	14.941	1.347	16.475	0.009	-0.007	0.001
Si	12.212	4.024	16.467	0.002	-0.013	-0.002
Si	14.964	-9.505	16.453	0.002	0.017	-0.001
Si	12.223	-6.778	16.465	-0.017	0.014	-0.011
Si	14.93	-4.082	16.441	0.002	-0.011	0.003
Si	19.084	-0.051	17.818	0.013	-0.012	-0.009
Si	21.783	2.66	17.772	0.024	-0.009	0.018
Si	19.022	5.433	17.78	0.001	0.005	0.015
Si	21.747	8.109	17.727	0.007	0.01	0.01
Si	18.952	-5.479	17.774	-0.003	0.01	0.021
Si	21.724	-2.713	17.729	-0.004	0.022	-0.006
Si	24.469	-0.015	17.648	-0.008	0.007	0.004
Si	10.872	2.686	17.914	0	-0.022	0.015
Si	24.529	5.389	17.703	0.015	0.026	-0.004
Si	10.81	8.192	17.774	0.003	0.022	0.009
Si	24.447	10.88	17.663	0.01	0.005	-0.005
Si	10.927	-2.702	17.843	-0.003	0.011	-0.015
Si	13.544	0.005	17.841	0.001	0	0.004
Si	16.365	2.7	17.786	-0.014	-0.001	0.009
Si	13.61	5.398	17.744	0.007	-0.011	-0.006
Si	16.341	-8.151	17.844	-0.007	-0.004	-0.001
Si	13.606	-5.437	17.847	-0.006	0.01	-0.003
Si	16.293	-2.738	17.808	0.019	-0.018	-0.001
Si	17.728	1.322	19.15	-0.004	0.006	-0.021
Si	20.418	4.066	19.087	0	-0.005	-0.019
Si	17.69	-9.54	19.212	0.016	0.002	-0.017
Si	20.313	-6.896	19.064	-0.043	-0.028	-0.045
Si	17.59	-4.134	19.194	-0.015	-0.029	-0.029
Si	20.447	-1.403	19.225	-0.005	0.03	0.002
Si	23.141	1.25	19.131	-0.007	-0.026	-0.029
Si	9.478	4.083	19.226	0.013	-0.012	-0.006
Si	23.181	6.762	19.042	0.006	-0.001	-0.013
Si	9.437	9.52	19.191	-0.019	-0.035	-0.014
Si	23.077	-4.086	19.031	0.023	-0.014	-0.005
Si	25.871	-1.386	18.913	-0.006	0	-0.026
Si	12.237	1.31	19.331	-0.01	-0.011	-0.005
Si	15.014	4.082	19.116	-0.011	0.02	-0.042
Si	12.207	6.775	19.011	-0.02	0.003	-0.037
Si	15.002	-6.767	19.222	0.028	0.011	-0.023
Si	12.283	-4.059	19.231	-0.012	0.01	-0.026
Si	14.935	-1.353	19.15	-0.007	0.01	-0.024
Si	16.264	0.034	20.485	-0.009	0.02	0.012
Si	19.147	2.662	20.48	0.027	-0.003	0.025
Si	16.338	5.411	20.56	-0.011	-0.014	0.063
Si	19.069	-8.24	20.612	0.012	0.022	0.04
Si	16.294	-5.453	20.742	0.003	0.022	0.04
Si	18.983	-2.755	20.491	-0.009	-0.006	0.047
Si	21.868	-0.117	20.656	0.029	0.012	0.048
Si	24.538	2.61	20.455	0.002	-0.015	0.055
Si	21.857	5.377	20.403	0.007	-0.018	0.045
Si	24.464	8.213	20.392	-0.019	0.021	0
Si	21.627	-5.434	20.3	0.008	0.018	0.05
Si	24.515	-2.728	20.286	-0.001	0.01	0.056
Si	10.93	-0.078	20.813	0.037	-0.016	0.026
Si	13.688	2.756	20.518	0.01	-0.013	0.041
Si	10.88	5.497	20.461	0.012	-0.006	0.055
Si	13.617	8.061	20.347	0.007	-0.007	0.031
Si	10.844	10.917	20.507	-0.004	0.009	0.04
Si	13.722	-2.748	20.607	0.008	-0.015	0.04
Si	17.433	-1.514	21.745	0.172	0.032	-0.722
Si	20.708	1.551	21.876	-0.12	-0.241	-0.726
Si	17.602	3.821	21.78	0.097	0.234	-0.673
Si	20.821	-9.36	21.777	-0.313	-0.117	-0.703
Si	17.922	-6.659	21.958	-0.156	-0.188	-0.712
Si	20.089	-4.395	21.742	0.024	0.109	-0.737
Si	23.603	-1.27	21.888	-0.289	-0.07	-0.672
Si	9.31	1.218	22.013	0.252	0.129	-0.685
Si	22.947	3.752	21.73	0.101	0.123	-0.807
Si	9.775	7.056	21.833	-0.31	-0.208	-0.645
Si	22.808	-6.92	21.592	0.248	0.001	-0.718
Si	26.125	-3.973	21.373	-0.146	-0.051	-0.767
Si	12.388	-1.593	22.106	-0.208	0.266	-0.747
Si	15.283	1.678	21.887	-0.288	-0.22	-0.75
Si	12.511	4.382	21.702	0.004	-0.071	-0.7
Si	14.701	6.583	21.82	0.203	0.042	-0.696
Si	12.07	9.234	21.579	0.103	0.215	-0.674
Si	15.257	-3.77	22.149	-0.22	-0.356	-0.647
Si	11.199	2.591	23.997	-0.127	-0.019	-0.08
Si	12.71	-1.989	-7.013	0.047	-0.001	-0.013
Si	13.567	0.497	24.162	0.023	-0.045	-0.105
Si	17.451	7.962	-6.402	-0.007	-0.088	0.034
Si	18.1	-3.641	26.067	0.015	-0.016	0.049
Si	24.28	5.555	23.953	0.029	0.069	-0.116
Si	30.518	1.276	23.998	-0.037	0.037	0.089
Si	12.033	5.568	-4.994	0.053	0.064	0.167
Si	17.043	3.336	-5.618	-0.005	-0.035	-0.1
Si	6.576	-2.751	-2.58	0.071	-0.057	0.034
Si	8.704	6.998	24.686	0.101	-0.023	-0.203
Si	23.392	-2.811	24.732	0.117	0.059	-0.196
Si	10.477	0.943	-4.998	0.132	0.014	0.044
Si	21.978	-7.335	-6.438	0.155	-0.11	0.008
Si	18.98	2.789	-1.882	0.021	0.06	0.073
Si	6.64	-7.168	24.732	-0.046	0.045	-0.126
Si	12.967	0.867	-6.596	0.001	-0.081	-0.074
Si	20.717	0.327	-5.016	0.024	-0.042	-0.011
Si	12.263	-0.635	-3.069	-0.086	0.04	0.202
Si	12.794	-7.866	-5.023	0.049	0.015	-0.059
Si	13.717	1.842	-2.636	-0.069	0.047	0.175
Si	14.252	3.282	-5.13	-0.075	0.128	0.015
Si	10.575	-7.266	-7.027	0.009	0.019	0.063
Si	16.492	7.851	24.098	-0.056	0.011	-0.097
Si	7.334	-5.447	-3.562	-0.002	0.084	0.074
Si	12.18	-6.514	24.354	-0.042	0.062	0.005
Si	20.303	5.461	-2.652	-0.094	0.024	0.17
Si	17.805	0.994	-4.128	0.135	-0.101	0.144
Si	18.455	5.718	-4.866	0.003	0.074	0.002
Si	23.127	4.777	-2.879	0.001	-0.085	0.045
Si	6.747	-3.277	-5.429	-0.079	0.071	-0.037
Si	15.21	-4.163	-3.163	-0.061	0.106	0.12
Si	15.419	-7.535	-1.824	0.11	-0.113	0.199
Si	10.297	-4.816	-2.922	-0.028	0.044	0.151
Si	12.569	-6.967	-2.227	0.037	0.027	0.027
Si	12.523	-3.396	-4.382	-0.035	-0.049	-0.003
Si	11.264	7.39	25.988	0.156	-0.047	-0.026
Si	19.742	-2.503	-4.761	-0.091	0.04	-0.069
Si	7.722	-4.697	26.293	0.044	-0.007	0.001
Si	19.192	-0.183	23.975	0.057	0.012	-0.057
Si	17.243	-1.843	-3.109	0.043	-0.098	0.172
Si	28.81	-1.719	24.578	-0.213	-0.108	-0.082
Si	17.729	5.011	24.512	0.021	-0.036	-0.053
Si	3.147	5.822	-6.922	-0.096	0.042	-0.03
Si	21.618	-5.077	-4.562	0.039	0.126	0.012
Si	21.432	6.274	24.633	0.045	-0.03	0.006
Si	7.587	-7.646	-7.095	0.035	-0.046	0.021
Si	27.753	6.95	25.657	-0.034	0.074	0.056
Si	15.675	-6.841	-4.564	-0.088	-0.072	0.106
Si	20.533	-3.022	24.443	-0.117	-0.006	-0.09
Si	23.277	3.617	-7.193	0.023	-0.039	0.015
Si	26.415	4.342	25.815	-0.01	-0.055	0.004
Si	10.831	-3.671	23.901	0.109	-0.008	-0.064
Si	21.847	-5.354	-1.712	0.079	0.006	0.136
Si	17.6	-1.369	5.519	0.007	-0.001	0.001
Si	20.322	1.34	5.52	0.005	0.01	0.002
Si	17.65	4.009	5.566	0.018	-0.013	0.004
Si	20.371	6.763	5.587	0.004	0.005	0.007
Si	17.62	9.526	5.588	0.011	0	0.006
Si	20.304	12.218	5.512	-0.007	0.006	0.005
Si	23.043	-1.382	5.496	-0.009	-0.009	0.001
Si	25.815	1.32	5.493	0.007	0.009	0.012
Si	23.089	4.047	5.529	0.005	-0.011	0.011
Si	25.784	6.755	5.482	0	-0.012	0.001
Si	23.02	9.489	5.526	0.002	-0.009	-0.003
Si	25.79	12.239	5.519	0.007	0.001	0.008
Si	12.196	-1.327	5.469	0.007	0.005	-0.004
Si	14.884	1.357	5.492	0.004	0.016	-0.003
Si	12.159	4.07	5.55	0.001	-0.009	0.023
Si	14.879	6.827	5.577	-0.019	-0.001	-0.005
Si	12.199	-6.737	5.585	-0.001	0.031	0.013
Si	14.867	-4.028	5.552	-0.036	-0.01	0.007
Si	18.968	-0.017	6.882	-0.003	-0.001	-0.005
Si	21.706	2.69	6.871	0.003	0.002	0.002
Si	18.992	5.398	6.915	0.002	-0.004	0.002
Si	21.709	8.14	6.928	-0.004	0	0.007
Si	18.979	10.885	6.925	0.003	-0.008	0.005
Si	21.689	-2.745	6.859	-0.007	-0.001	-0.005
Si	24.429	-0.03	6.843	0.003	0.006	-0.004
Si	27.168	2.692	6.838	-0.007	0.005	-0.002
Si	24.443	5.413	6.874	-0.003	0.008	-0.002
Si	27.162	8.128	6.815	-0.007	0.006	-0.003
Si	24.423	10.852	6.847	0.001	0.005	-0.008
Si	27.17	-2.725	6.836	-0.005	0.002	0.006
Si	13.547	0.003	6.87	0.006	0.004	-0.002
Si	16.252	2.68	6.897	0.004	-0.003	-0.003
Si	13.527	5.441	6.907	-0.008	0.003	0
Si	16.26	8.16	6.934	0.003	0.007	-0.002
Si	13.55	-5.395	6.94	-0.009	0.004	0.011
Si	16.255	-2.706	6.908	0.007	-0.005	-0.001
Si	17.616	1.332	8.259	-0.013	-0.007	-0.005
Si	20.362	4.047	8.257	0.005	0.012	-0.004
Si	17.625	6.773	8.265	-0.004	-0.003	-0.008
Si	20.339	9.505	8.267	-0.004	-0.005	-0.003
Si	17.617	-4.07	8.269	0.005	-0.003	-0.001
Si	20.341	-1.38	8.229	-0.001	-0.002	0.001
Si	23.072	1.327	8.215	0	-0.002	0.001
Si	25.808	4.045	8.206	-0.003	-0.011	0
Si	23.092	6.776	8.244	0.018	0.014	-0.001
Si	25.804	9.493	8.185	0	-0.01	-0.001
Si	23.063	-4.106	8.211	0.001	-0.004	-0.007
Si	25.803	-1.379	8.197	0.012	-0.007	0
Si	12.199	1.363	8.244	-0.015	0.003	-0.006
Si	14.908	4.073	8.249	0.009	0.003	-0.011
Si	12.192	6.809	8.274	-0.004	0.004	-0.004
Si	14.91	-6.782	8.282	0.007	0.019	-0.005
Si	12.184	-4.043	8.275	0.017	-0.014	0.001
Si	14.899	-1.345	8.26	-0.007	-0.004	-0.009
Si	16.264	-0.007	9.633	0.009	-0.003	0.002
Si	18.987	2.694	9.609	0.001	0	-0.004
Si	16.268	5.419	9.627	-0.003	0.004	0.003
Si	18.984	8.139	9.62	0.001	0.009	0.007
Si	16.273	-5.434	9.637	0.003	-0.008	0.008
Si	18.991	-2.722	9.616	-0.004	0.007	0.001
Si	21.711	-0.026	9.583	0.004	-0.002	-0.002
Si	24.44	2.691	9.562	0.003	0.013	0
Si	21.723	5.419	9.597	0.006	0	0.001
Si	24.456	8.146	9.573	0.005	-0.004	0.003
Si	21.716	-5.455	9.6	-0.004	-0.004	0
Si	24.439	-2.744	9.555	0.002	0.006	-0.002
Si	10.854	0.008	9.613	0.018	0.002	0.004
Si	13.555	2.72	9.619	0.002	-0.004	-0.004
Si	10.837	5.445	9.626	0.001	0.004	-0.003
Si	13.557	8.163	9.635	0.003	-0.004	-0.001
Si	10.851	-5.423	9.639	-0.005	-0.005	0
Si	13.556	-2.705	9.632	-0.012	-0.005	0.006
Si	17.632	-1.369	10.982	-0.005	-0.005	0.003
Si	20.353	1.33	10.956	0.003	0.002	0
Si	17.637	4.057	10.981	0.003	0.001	0
Si	20.361	6.777	10.962	0.002	-0.001	-0.004
Si	17.631	9.508	10.98	-0.002	0	-0.002
Si	20.357	-4.094	10.962	-0.001	-0.005	-0.002
Si	23.083	-1.387	10.928	-0.003	-0.006	0
Si	25.816	1.333	10.899	0.004	-0.001	0
Si	23.089	4.052	10.933	0.001	-0.004	-0.001
Si	25.821	6.777	10.907	0.002	0.004	0.002
Si	23.087	9.497	10.94	0.012	-0.006	-0.002
Si	25.807	-4.106	10.905	-0.003	-0.003	0.003
Si	12.206	-1.347	10.993	0.004	-0.003	-0.002
Si	14.918	1.365	10.992	-0.001	-0.001	0
Si	12.204	4.085	10.987	-0.001	0.009	-0.005
Si	14.916	6.791	10.99	0.001	0.009	0
Si	12.203	9.524	10.999	0.005	0.013	0.001
Si	14.913	-4.074	10.992	0	0.004	-0.003
Si	18.994	-0.013	12.338	-0.008	-0.006	0
Si	21.727	2.695	12.294	0.006	0.009	-0.001
Si	19.01	5.415	12.329	0.003	0.007	0.005
Si	21.727	8.139	12.309	-0.001	0.006	0.004
Si	18.999	10.867	12.328	0.002	-0.002	0.005
Si	21.728	-2.737	12.309	0.005	0.005	0.001
Si	24.456	-0.022	12.268	0.008	0.006	-0.003
Si	27.188	2.699	12.232	-0.013	0	-0.006
Si	24.454	5.423	12.269	0.006	0.003	0.004
Si	27.188	8.144	12.244	-0.001	-0.007	0.001
Si	24.451	10.861	12.285	-0.008	-0.002	0.003
Si	27.18	-2.735	12.241	0.001	0.008	0
Si	13.575	-0.001	12.358	-0.008	0.006	0.004
Si	16.283	2.711	12.364	0	-0.003	0.006
Si	13.561	5.437	12.364	0	-0.001	0.002
Si	16.278	8.15	12.347	0.001	0.002	0.008
Si	13.559	-5.435	12.356	0.007	-0.013	0
Si	16.282	-2.726	12.352	0.007	-0.002	0.002
Si	17.647	1.343	13.723	-0.001	0.003	0.011
Si	20.38	4.045	13.676	0.01	-0.015	-0.003
Si	17.655	6.784	13.686	-0.007	0.005	0
Si	20.368	9.504	13.672	-0.005	-0.002	-0.004
Si	17.639	-4.1	13.699	-0.006	-0.002	-0.002
Si	20.362	-1.385	13.675	0.003	-0.003	0.004
Si	23.097	1.335	13.635	-0.01	0.002	0
Si	25.829	4.057	13.595	0.009	0	0.003
Si	23.091	6.764	13.651	0.003	-0.004	0.004
Si	25.822	9.489	13.618	0.011	-0.005	0.004
Si	23.092	-4.104	13.66	0.008	-0.003	0.01
Si	25.825	-1.379	13.615	-0.01	-0.004	0.005
Si	12.219	1.357	13.714	0.008	-0.008	-0.006
Si	14.925	4.078	13.728	-0.004	0.014	0.005
Si	12.211	-9.527	13.746	0.011	-0.004	0.004
Si	14.915	9.513	13.707	-0.007	0.013	-0.003
Si	12.211	-4.066	13.72	-0.016	0.008	-0.004
Si	14.943	-1.359	13.725	0.008	-0.014	-0.002
Si	16.305	-0.02	15.112	0	0.003	0.003
Si	19.034	2.698	15.062	0.001	0.008	-0.003
Si	16.303	5.445	15.071	0.007	0	0.013
Si	19.018	8.14	15.04	0.007	-0.001	-0.001
Si	16.273	-5.453	15.064	-0.003	-0.002	-0.002
Si	19.007	-2.744	15.05	0	-0.007	0.009
Si	21.733	-0.015	15.004	0.001	0.003	0
Si	24.469	2.708	14.966	0.01	0.006	-0.002
Si	21.748	5.395	15.033	-0.005	0.004	0
Si	24.458	8.13	14.989	0.007	0.002	0.002
Si	21.716	10.869	15.032	-0.002	0	0.003
Si	24.473	-2.736	14.99	-0.004	0.004	-0.003
Si	10.861	0.012	15.084	0.007	-0.007	-0.001
Si	13.58	2.695	15.089	-0.017	-0.01	0.007
Si	10.854	5.42	15.111	-0.006	-0.006	0.002
Si	13.576	-8.155	15.1	0.006	0.003	0.009
Si	10.864	-5.417	15.1	0.018	0.003	0.002
Si	13.579	-2.714	15.08	-0.002	0.002	-0.002
Si	34.089	-1.686	0.033	-0.065	0.155	0.657
Si	36.979	0.98	0.087	-0.035	0.114	0.731
Si	33.739	4.293	0.166	0.159	-0.084	0.717
Si	36.458	7.028	0.046	0.259	-0.132	0.677
Si	34.329	9.394	0.05	-0.356	0.074	0.645
Si	36.415	-3.766	0.073	0.092	-0.149	0.779
Si	39.206	-1.217	0.044	0.193	-0.087	0.674
Si	42.032	1.537	0.169	0.148	-0.269	0.749
Si	39.822	3.822	-0.146	-0.354	0.279	0.648
Si	-23.262	7.256	-0.23	0.077	-0.331	0.678
Si	-25.476	9.46	0.069	-0.239	-0.037	0.635
Si	25.926	11.991	0.239	-0.196	0.09	0.786
Si	28.682	-1.743	0.127	-0.25	0.382	0.689
Si	31.098	1.663	-0.001	0.047	-0.262	0.598
Si	28.716	3.741	-0.022	-0.085	0.168	0.67
Si	31.499	6.508	-0.001	-0.244	0.222	0.744
Si	27.952	9.627	0.027	0.386	-0.179	0.715
Si	30.926	12.28	-0.059	0.409	-0.309	0.574
Si	35.308	-0.099	1.339	-0.005	-0.023	-0.06
Si	38.127	2.726	1.184	0.002	-0.005	-0.036
Si	35.356	5.454	1.388	-0.003	0.012	-0.058
Si	-27.145	8.21	1.215	0.028	-0.002	-0.022
Si	35.398	-5.404	1.428	-0.003	0.033	-0.045
Si	38.03	-2.706	1.397	-0.01	-0.004	-0.039
Si	40.82	-0.078	1.335	-0.029	0.009	-0.032
Si	27.172	2.623	1.369	-0.026	-0.001	-0.041
Si	-24.37	5.524	1.086	0.013	0.035	-0.049
Si	27.042	8.206	1.64	0.011	0.027	-0.046
Si	-24.353	10.877	1.501	0.009	0.004	-0.042
Si	27.103	-2.771	1.494	-0.008	-0.02	-0.048
Si	29.896	-0.023	1.241	0.001	0.011	-0.045
Si	32.583	2.73	1.443	-0.007	0.006	-0.024
Si	29.83	5.41	1.274	0.01	-0.016	-0.08
Si	32.623	8.19	1.218	0.018	0.001	-0.048
Si	29.776	10.676	1.203	-0.049	0.007	-0.056
Si	32.567	-2.908	1.3	-0.044	-0.008	-0.04
Si	33.985	1.316	2.679	0.003	-0.021	0.021
Si	36.759	4.04	2.614	0.013	-0.032	0.008
Si	33.962	6.842	2.679	-0.032	0.012	0.043
Si	-28.474	9.529	2.681	-0.005	-0.014	0.022
Si	33.929	-4.155	2.745	0.022	0.026	0.027
Si	36.667	-1.384	2.773	0.003	0.029	0.047
Si	39.459	1.373	2.64	-0.018	0	0.031
Si	-23.082	4.193	2.617	-0.045	-0.008	0.024
Si	-25.796	6.784	2.546	0.028	-0.003	0.005
Si	-23.05	9.49	2.823	0.017	-0.001	0.037
Si	-25.836	12.244	2.701	-0.008	0.009	0.009
Si	25.755	-1.391	2.809	-0.005	-0.002	0.005
Si	28.531	1.26	2.706	0.007	-0.009	0.004
Si	31.183	4.094	2.74	-0.015	0.043	0.032
Si	28.524	6.761	2.723	0.004	-0.044	0.012
Si	31.207	9.446	2.619	0.02	0.003	-0.005
Si	28.529	12.122	2.708	0.003	-0.03	0.035
Si	31.262	-1.408	2.616	0.022	-0.013	0.013
Si	32.612	-0.054	4.019	-0.014	-0.017	-0.004
Si	35.373	2.7	3.994	-0.003	0.013	0.012
Si	32.6	5.462	4.044	-0.016	0.011	-0.015
Si	-29.906	8.174	4.01	-0.015	0.01	-0.005
Si	32.555	-5.518	4.042	-0.007	-0.004	0.007
Si	35.304	-2.768	4.084	0.017	-0.008	0.002
Si	38.076	0.028	4.035	0	-0.008	-0.029
Si	-24.449	2.766	3.967	0.015	-0.018	-0.013
Si	-27.159	5.428	3.952	0.005	0.023	-0.007
Si	-24.481	8.104	4.037	-0.018	-0.004	-0.01
Si	-27.162	10.871	4.068	-0.001	-0.008	0.022
Si	-24.48	-2.731	4.069	-0.002	-0.008	0.006
Si	27.162	-0.043	4.115	0.022	0.017	0.006
Si	29.855	2.676	4.068	0.006	0.011	-0.003
Si	27.184	5.414	4.123	-0.004	0.003	0.006
Si	29.9	8.114	4.058	-0.018	0.025	0.012
Si	27.169	10.888	4.191	0.005	-0.007	-0.002
Si	29.897	-2.77	4.014	0.006	-0.006	-0.025
Si	34.025	-1.364	16.233	0	-0.006	-0.006
Si	36.772	1.354	16.194	0.002	0.001	-0.008
Si	34.007	4.09	16.209	-0.001	-0.009	0
Si	-28.538	6.807	16.21	0.005	0.005	-0.011
Si	34.013	-6.794	16.264	0.01	0.002	0.003
Si	36.72	-4.077	16.215	0	-0.01	-0.007
Si	39.422	-1.374	16.201	-0.011	-0.005	-0.008
Si	25.833	1.358	16.312	-0.006	-0.009	-0.005
Si	-25.8	4.076	16.205	0.001	0.001	-0.009
Si	25.849	6.748	16.298	-0.001	-0.007	-0.015
Si	-25.82	9.512	16.204	-0.003	0.008	-0.003
Si	25.855	-4.104	16.323	0.01	0.008	-0.01
Si	28.584	-1.369	16.288	0.003	-0.01	0.003
Si	31.292	1.357	16.27	0	-0.001	-0.006
Si	28.565	4.062	16.288	0.009	-0.011	-0.002
Si	31.303	6.841	16.257	0	0.011	-0.004
Si	28.574	9.515	16.285	-0.015	-0.002	-0.001
Si	31.326	-4.094	16.236	0.007	-0.006	-0.008
Si	35.456	-0.034	17.547	-0.002	-0.012	-0.016
Si	38.106	2.735	17.553	0.024	-0.015	0.018
Si	35.326	5.495	17.545	-0.006	0.008	-0.007
Si	-27.134	8.124	17.56	-0.009	-0.009	0.013
Si	35.382	-5.421	17.599	-0.006	0.012	0.028
Si	38.067	-2.732	17.586	-0.001	0.008	-0.006
Si	40.772	0.031	17.494	-0.025	-0.007	-0.003
Si	27.2	2.713	17.671	-0.004	0.001	-0.011
Si	-24.42	5.414	17.56	0.006	0.005	-0.01
Si	27.193	8.141	17.613	0.021	0.013	-0.01
Si	-24.486	10.845	17.602	0.011	-0.017	0.009
Si	27.278	-2.769	17.651	-0.008	0.008	0
Si	29.941	-0.001	17.649	0.01	-0.011	-0.009
Si	32.667	2.739	17.584	-0.014	0.006	0.018
Si	29.935	5.475	17.573	-0.012	0.007	0
Si	32.66	8.184	17.659	-0.014	0.002	-0.005
Si	29.996	10.86	17.603	-0.002	0.012	-0.007
Si	32.644	-2.701	17.594	-0.002	0.008	0.006
Si	34.087	1.33	18.829	-0.002	0.019	-0.025
Si	36.707	4.144	18.822	0.004	-0.003	-0.021
Si	34.019	6.818	19.008	0.007	-0.015	-0.016
Si	36.776	-6.836	18.877	-0.008	0.014	-0.041
Si	34.032	-4.004	18.947	0.025	-0.017	-0.039
Si	36.777	-1.358	18.998	-0.01	0.013	-0.007
Si	39.472	1.383	18.922	0.004	0.002	-0.042
Si	25.87	4.032	19.104	-0.017	0.014	0.007
Si	-25.758	6.75	18.921	0.001	0.012	-0.035
Si	25.819	9.497	18.949	0.003	-0.02	-0.02
Si	39.409	-4.107	18.927	0.001	-0.019	-0.02
Si	42.135	-1.359	18.763	-0.011	0.004	-0.048
Si	28.592	1.378	19	0.006	-0.004	-0.01
Si	31.341	4.185	18.915	0.01	0.021	-0.029
Si	28.56	6.791	18.957	0.013	-0.019	-0.029
Si	31.301	9.536	19.042	-0.005	-0.007	0.006
Si	28.724	-4.096	18.995	0.027	0.027	-0.026
Si	31.284	-1.379	19.008	-0.01	-0.015	-0.017
Si	32.756	0.001	20.207	0.007	-0.023	0.011
Si	35.382	2.761	20.133	-0.008	-0.006	0.03
Si	32.655	5.504	20.411	-0.028	0.007	0.036
Si	35.442	8.167	20.293	0.015	0.002	0.062
Si	32.686	10.964	20.32	0.005	0.012	0.059
Si	35.385	-2.667	20.377	-0.024	-0.014	0.049
Si	38.148	0.021	20.333	0.008	0.008	0.061
Si	40.819	2.744	20.324	-0.004	-0.02	0.057
Si	38.081	5.439	20.197	-0.013	0.015	0.061
Si	-24.436	7.993	20.424	0.031	-0.005	0.048
Si	38.122	-5.536	20.284	-0.003	-0.012	0.053
Si	40.786	-2.676	20.15	0.001	0.01	0.072
Si	27.233	-0.051	20.285	-0.015	0.001	0.059
Si	29.937	2.869	20.229	-0.031	0.031	0.016
Si	27.211	5.483	20.397	0.021	0.009	0.038
Si	29.921	8.117	20.348	0.001	-0.015	0.064
Si	27.31	10.801	20.178	0.011	-0.009	0.026
Si	30.009	-2.742	20.501	0.006	0.002	0.038
Si	33.833	-1.451	21.732	0.232	0.134	-0.705
Si	36.9	1.643	21.473	-0.043	-0.169	-0.756
Si	33.857	3.836	21.544	0.122	0.285	-0.645
Si	37.018	6.991	21.59	-0.195	-0.078	-0.742
Si	34.288	9.791	21.513	-0.049	-0.156	-0.734
Si	36.515	-4.378	21.523	0.058	0.083	-0.734
Si	39.859	-1.056	21.555	-0.233	-0.029	-0.772
Si	25.753	1.027	21.718	0.037	0.179	-0.736
Si	39.117	3.836	21.528	0.18	0.085	-0.718
Si	25.993	7.036	21.706	-0.157	-0.193	-0.634
Si	39.243	-7.14	21.648	0.132	0.164	-0.77
Si	42.217	-3.912	21.488	-0.158	-0.228	-0.684
Si	28.238	-1.663	21.638	0.354	0.157	-0.7
Si	31.581	1.662	21.296	-0.039	-0.049	-0.619
Si	28.847	4.399	21.68	-0.097	-0.117	-0.726
Si	31.048	6.627	21.775	0.231	0.107	-0.672
Si	28.281	9.217	21.59	0.136	0.149	-0.749
Si	31.695	-3.812	21.813	-0.267	-0.176	-0.68
Si	24.471	-3.805	-4.589	0.03	-0.01	0.004
Si	-30.113	5.629	23.696	0.075	-0.072	-0.113
Si	-32.491	2.507	25.07	0.032	-0.072	0.062
Si	-23.092	5.266	24.586	0.096	-0.028	-0.222
Si	28.378	4.95	-7.2	-0.061	-0.019	0.07
Si	-25.844	4.292	24.513	-0.007	-0.026	-0.096
Si	-26.485	-1.044	-5.535	-0.102	-0.052	-0.076
Si	27.495	3.868	-2.898	0.012	0.064	0.151
Si	26.035	6.889	-7.053	-0.055	0.023	0.058
Si	22.913	2.248	-4.635	0.044	0.05	0.021
Si	26.146	-7.004	25.542	0.108	-0.075	0.038
Si	-24.755	-5.288	23.82	-0.033	-0.007	-0.142
Si	26.775	1.041	-2.606	-0.009	0.011	0.076
Si	-32.063	-7.439	-6.803	0.074	-0.002	0.071
Si	-29.172	1.594	-2.808	0.032	0.009	0.009
Si	24.494	-5.437	23.641	-0.053	0.088	0.023
Si	25.581	0.623	-5.275	0.014	-0.058	0.105
Si	-28.869	-7.111	-3.594	0.059	0.042	-0.121
Si	29.586	-2.641	-4.587	0.059	-0.101	-0.03
Si	27.306	-4.191	-5.139	-0.122	-0.024	0.051
Si	32.655	3.083	-4.988	0.156	-0.074	-0.007
Si	29.08	-0.659	-2.475	0.034	0.006	0.079
Si	-26.15	1.338	25.555	-0.033	0.014	0.026
Si	29.95	4.219	-4.549	0.021	0.12	0.009
Si	25.694	6.231	-3.996	0.027	0.05	0.007
Si	-32.265	7.96	23.715	-0.107	0.034	-0.079
Si	-30.752	3.973	-2.754	0.02	-0.02	0.064
Si	-30.932	4.406	-7.093	0.092	-0.098	-0.068
Si	31.608	-7.208	-4.195	0.117	0.121	0.054
Si	-24.849	3.796	-3.065	0.057	0.154	0.133
Si	23.983	-3.006	-1.814	0.02	-0.029	0.134
Si	-31.447	0.31	-4.457	0.022	-0.044	-0.044
Si	-31.369	-5.942	-2.915	0.037	-0.016	0.029
Si	25.682	-2.177	-6.596	-0.044	0.042	-0.061
Si	27.368	7.45	-2.058	-0.019	0.246	0.241
Si	-28.562	4.391	25.861	-0.035	-0.049	0.073
Si	31.115	-3.683	24.718	-0.045	-0.118	-0.089
Si	-25.799	-3.547	-4.212	0	0.033	0.027
Si	20.151	6.973	-6.758	-0.017	-0.066	-0.068
Si	-30.309	0.603	23.8	-0.077	-0.072	-0.117
Si	32.134	-0.241	-2.05	0.092	0.117	0.037
Si	-22.344	6.848	-3.283	0.037	-0.036	0.199
Si	26.149	2.711	-7.178	0.035	-0.03	-0.154
Si	28.877	-7.12	24.462	-0.096	0.052	-0.062
Si	-29.086	6.459	-2.851	0.136	-0.091	0.027
Si	-29.003	1.464	26.204	0.068	0.018	-0.002
Si	27.642	2.448	23.845	0.06	0.008	-0.132
Si	-28.573	2.647	-6.471	0.136	0.004	-0.024
Si	30.22	6.736	-2.87	0.077	-0.075	0.082
Si	-26.236	-1.333	24.427	0.014	0.134	-0.103
Si	-26.646	1.761	-4.427	-0.135	0.14	-0.023
Si	31.538	-4.441	-3.205	-0.084	-0.018	0.079
Si	32.056	0.016	26.255	-0.067	0.076	-0.011
Si	-27.134	-5.335	-2.022	0.054	0.049	0.07
Si	33.965	-1.381	5.418	-0.001	-0.004	0.007
Si	36.714	1.366	5.395	0.001	0.003	0.008
Si	33.993	4.069	5.348	0.008	-0.005	-0.001
Si	-28.542	6.779	5.332	0.014	0.005	-0.002
Si	33.982	9.492	5.387	-0.004	-0.01	0.007
Si	-28.567	12.211	5.406	-0.014	0.011	0.007
Si	-25.841	-1.345	5.392	-0.013	0.008	0.003
Si	-23.127	1.393	5.385	-0.018	0.014	0.004
Si	-25.819	4.085	5.352	-0.001	0.005	0.011
Si	-23.092	6.789	5.398	0.003	0.009	0.007
Si	-25.814	9.49	5.399	0.014	-0.007	0.015
Si	-23.083	12.231	5.401	-0.001	-0.004	0.003
Si	28.538	-1.422	5.42	-0.009	-0.022	0.008
Si	31.257	1.321	5.387	-0.002	-0.008	0.008
Si	28.527	4.035	5.464	0.019	0.004	0.012
Si	31.258	6.786	5.438	0.007	-0.014	0.018
Si	28.54	9.472	5.453	0.012	-0.019	0.002
Si	31.243	-4.114	5.404	0.003	0.009	0.013
Si	35.348	-0.006	6.745	0.004	-0.003	-0.003
Si	-27.189	2.732	6.727	-0.006	0	0
Si	-29.913	5.426	6.707	-0.006	0.004	-0.011
Si	-27.2	8.134	6.729	0	0.005	-0.006
Si	-29.939	10.856	6.752	0.001	0.001	-0.005
Si	-27.2	-2.724	6.739	-0.005	-0.001	0.001
Si	-24.478	0.019	6.744	0.001	0.013	-0.003
Si	-21.732	2.729	6.735	-0.001	-0.008	-0.002
Si	-24.456	5.422	6.738	0.005	-0.007	0.002
Si	-21.72	8.153	6.747	-0.001	-0.003	-0.001
Si	-24.445	10.86	6.744	0.003	-0.008	0.001
Si	-21.728	-2.727	6.761	0.005	-0.002	-0.002
Si	29.898	-0.034	6.762	0.003	-0.005	-0.009
Si	32.633	2.7	6.724	-0.002	0.007	-0.005
Si	29.898	5.413	6.792	-0.001	0.001	0
Si	32.635	8.143	6.772	0	0.001	-0.001
Si	29.894	-5.465	6.791	0	0.008	-0.002
Si	32.609	-2.751	6.765	0.002	0.001	-0.001
Si	33.989	1.354	8.101	0.006	-0.002	-0.004
Si	-28.557	4.081	8.086	0.005	0.001	-0.004
Si	34.008	6.772	8.095	0.001	0.008	-0.002
Si	-28.561	9.495	8.091	-0.014	-0.018	-0.003
Si	33.988	-4.098	8.113	0.008	0.008	-0.001
Si	-28.562	-1.366	8.096	-0.004	0	0.002
Si	-25.838	1.369	8.099	0	-0.005	0.002
Si	-23.093	4.073	8.102	-0.005	-0.005	0.004
Si	-25.824	6.788	8.087	0.001	0	-0.005
Si	-23.081	9.514	8.104	0.004	0.015	0.003
Si	-25.821	-4.088	8.082	0.004	-0.003	-0.012
Si	-23.098	-1.348	8.09	0.008	0.003	-0.009
Si	28.547	1.321	8.153	-0.003	-0.001	-0.004
Si	31.279	4.049	8.117	0.001	0.002	-0.002
Si	28.532	6.768	8.16	-0.003	-0.013	-0.005
Si	31.272	-6.817	8.136	0.011	0.007	-0.007
Si	28.531	-4.11	8.163	-0.005	-0.003	-0.003
Si	31.256	-1.385	8.127	-0.008	-0.004	-0.004
Si	32.627	-0.01	9.463	-0.004	-0.002	-0.004
Si	-29.92	2.719	9.447	-0.003	0.001	0.002
Si	32.641	5.42	9.462	0.014	-0.005	-0.005
Si	-29.918	8.139	9.453	-0.001	-0.002	0.001
Si	32.632	-5.452	9.481	-0.002	0.002	0
Si	-29.921	-2.729	9.453	0	0.004	-0.001
Si	-27.196	-0.003	9.448	-0.006	0.005	-0.002
Si	-24.459	2.713	9.453	0.002	-0.005	0
Si	-27.19	5.434	9.445	-0.002	0.003	-0.001
Si	-24.458	8.152	9.442	0.01	-0.004	-0.004
Si	-27.187	-5.454	9.433	-0.004	0.01	-0.004
Si	-24.458	-2.723	9.44	-0.005	0.001	-0.003
Si	27.178	-0.017	9.531	-0.014	0.014	-0.001
Si	29.914	2.697	9.489	0.006	-0.003	-0.004
Si	27.176	5.418	9.536	-0.004	0.002	-0.001
Si	29.903	8.143	9.495	-0.006	0.005	-0.007
Si	27.167	-5.46	9.531	0.001	0.005	0
Si	29.898	-2.736	9.498	-0.002	0.002	-0.003
Si	33.996	-1.369	10.81	0.003	0.001	0
Si	-28.557	1.357	10.801	0.005	-0.005	0.003
Si	-31.276	4.071	10.822	-0.006	0.001	0.003
Si	-28.549	6.791	10.808	0	0.007	0.002
Si	-31.277	9.502	10.813	0.006	-0.001	0
Si	-28.545	-4.091	10.791	-0.008	-0.001	-0.005
Si	-25.824	-1.365	10.796	0	0.006	-0.002
Si	-23.088	1.354	10.804	0.003	-0.003	0
Si	-25.823	4.077	10.799	0.003	-0.006	0.003
Si	-23.093	6.798	10.801	-0.002	0.006	0.002
Si	-25.822	9.514	10.796	0.001	-0.002	-0.005
Si	-23.096	-4.076	10.81	0.008	-0.002	0
Si	28.543	-1.383	10.873	-0.004	-0.01	-0.003
Si	31.276	1.343	10.844	-0.001	0.002	0.001
Si	28.551	4.051	10.862	-0.004	-0.002	0
Si	31.279	6.779	10.829	0.01	-0.009	-0.001
Si	28.543	9.499	10.868	-0.005	-0.002	0.003
Si	31.271	-4.09	10.84	-0.004	0.007	0.001
Si	35.357	-0.002	12.155	-0.009	-0.003	-0.005
Si	-27.183	2.713	12.15	-0.005	0.001	-0.002
Si	-29.91	5.436	12.17	0.006	-0.002	0.004
Si	-27.187	8.158	12.156	-0.006	-0.007	0.004
Si	-29.906	10.871	12.148	0.001	0.005	-0.003
Si	-27.186	-2.729	12.149	0	-0.005	-0.001
Si	-24.449	-0.014	12.151	0.001	-0.002	-0.003
Si	-21.726	2.714	12.163	-0.003	-0.006	0
Si	-24.46	5.441	12.15	0.003	-0.002	0
Si	-21.729	8.153	12.163	0.003	0.001	0
Si	-24.459	10.875	12.155	0.001	0.011	0.003
Si	-21.731	-2.72	12.173	0	0.004	0.001
Si	29.916	-0.015	12.21	-0.007	0.003	0.001
Si	32.639	2.717	12.187	0.007	0.001	0
Si	29.917	5.425	12.197	-0.004	0	-0.003
Si	32.643	8.148	12.176	-0.003	0.012	0
Si	29.91	-5.445	12.202	0.008	0.006	-0.002
Si	32.64	-2.724	12.18	-0.001	-0.002	-0.003
Si	34.009	1.358	13.528	-0.005	-0.001	0
Si	-28.54	4.072	13.511	0.013	-0.01	0.003
Si	-31.267	6.801	13.531	0.002	-0.001	0.008
Si	-28.548	9.523	13.511	-0.011	0.012	-0.004
Si	34.014	-4.095	13.506	0.012	-0.005	-0.003
Si	36.72	-1.37	13.493	-0.01	0.013	0.002
Si	-25.809	1.353	13.493	0.007	-0.009	-0.001
Si	-23.088	4.087	13.498	0.001	0	0.003
Si	-25.824	6.797	13.505	-0.005	0.015	0.003
Si	-23.09	9.515	13.508	0.001	-0.01	0.002
Si	-25.823	-4.086	13.509	-0.004	-0.001	0.006
Si	-23.101	-1.37	13.529	0.005	0.002	0.003
Si	28.553	1.337	13.578	0.001	0.004	0
Si	31.274	4.072	13.554	-0.001	0.001	0.002
Si	28.567	6.783	13.573	0.006	-0.005	0.01
Si	31.286	9.516	13.534	-0.005	-0.004	0.003
Si	28.555	-4.093	13.579	-0.012	0.005	0.002
Si	31.292	-1.368	13.555	0.009	-0.011	0.007
Si	32.657	0.007	14.9	0.002	0.013	0.007
Si	35.381	2.719	14.871	0.001	0.002	0.003
Si	32.637	5.456	14.885	0.002	0	0.006
Si	-29.906	8.177	14.881	0.001	0.002	0.011
Si	32.668	-5.452	14.876	-0.003	0.007	-0.006
Si	35.361	-2.728	14.857	-0.003	-0.003	0.007
Si	38.097	-0.012	14.824	-0.002	-0.001	0.002
Si	-24.448	2.725	14.84	-0.001	-0.006	0.003
Si	-27.181	5.434	14.863	-0.004	-0.006	0.004
Si	-24.458	8.155	14.853	0.004	-0.002	0.003
Si	-27.188	10.881	14.867	-0.006	0	0.003
Si	-24.464	-2.741	14.882	-0.005	-0.002	0.002
Si	27.196	-0.012	14.956	-0.003	0.006	-0.004
Si	29.917	2.704	14.919	-0.008	-0.004	-0.001
Si	27.208	5.414	14.926	-0.005	0.006	0.002
Si	29.929	8.172	14.903	0.012	0.012	0
Si	27.197	10.864	14.943	0.003	0.002	0.001
Si	29.935	-2.728	14.916	-0.002	-0.001	0
Si	-14.674	-1.593	-0.095	-0.107	0.213	0.771
Si	-11.751	1.179	-0.022	-0.239	0.082	0.759
Si	-15.245	4.337	-0.161	0.231	-0.209	0.781
Si	-12.35	7.111	0.125	-0.007	-0.276	0.74
Si	-14.65	-7.069	-0.2	-0.265	0.27	0.661
Si	-12.522	-3.863	0.002	0.194	-0.045	0.716
Si	-9.645	-1.135	0.008	0.101	-0.199	0.746
Si	-7.003	1.629	0.169	0.073	-0.114	0.7
Si	-9.124	3.928	0.21	-0.189	0.009	0.72
Si	-7.115	6.996	0.31	0.199	0.046	0.676
Si	-9.311	-7.112	0.143	-0.012	0.26	0.679
Si	-22.776	11.979	0.17	-0.091	0.108	0.762
Si	-20.187	-1.524	0.172	-0.225	0.14	0.766
Si	-17.981	1.544	0.071	0.189	-0.005	0.708
Si	-20.208	3.72	-0.033	-0.053	0.174	0.674
Si	-17.372	6.618	0.092	-0.165	-0.005	0.771
Si	-20.631	9.746	0.04	0.244	-0.046	0.708
Si	-17.927	12.605	-0.107	0.245	-0.345	0.727
Si	-13.496	0.044	1.155	0.016	-0.017	-0.059
Si	-10.737	2.719	1.41	0.001	-0.01	-0.05
Si	-13.572	5.408	1.192	-0.017	0.007	-0.047
Si	-10.858	8.181	1.548	0.014	-0.012	-0.031
Si	-13.67	-5.443	1.269	0.025	-0.03	-0.031
Si	-10.87	-2.714	1.253	-0.007	-0.003	-0.045
Si	-8.136	0.008	1.402	-0.016	-0.008	-0.059
Si	-21.703	2.707	1.453	0.007	-0.002	-0.056
Si	-8.14	5.442	1.667	0.019	-0.008	-0.044
Si	-21.772	8.199	1.339	-0.017	0.009	-0.049
Si	-8.11	-5.441	1.316	0.007	-0.001	-0.046
Si	-21.679	-2.754	1.463	0.01	-0.007	-0.045
Si	-19.063	0.044	1.469	-0.001	-0.016	-0.032
Si	-16.321	2.747	1.226	-0.021	0.01	-0.046
Si	-19.05	5.4	1.203	0.016	-0.005	-0.038
Si	-16.169	8.175	1.308	0.013	0.003	-0.052
Si	-18.961	10.915	1.215	-0.015	0.017	-0.054
Si	-16.281	-2.69	1.245	0.013	0.02	-0.041
Si	-14.902	1.377	2.541	-0.008	-0.021	-0.008
Si	-12.219	4.082	2.626	0.021	0.023	0.003
Si	-14.851	6.787	2.669	-0.006	-0.025	0.019
Si	-12.25	-6.698	2.727	-0.023	0.016	0.014
Si	-15.008	-4.096	2.65	0.009	0.016	0.022
Si	-12.21	-1.328	2.63	0.003	0.024	0.016
Si	-9.448	1.358	2.813	-0.002	0.003	0.035
Si	-6.726	4.092	2.935	0.003	-0.01	0.05
Si	-9.565	6.788	2.911	0.019	0.011	0.023
Si	-6.793	-6.756	2.787	-0.008	0.005	0.029
Si	-9.493	-4.057	2.631	-0.007	-0.008	0.008
Si	-23.111	-1.4	2.723	0.004	0.019	0.009
Si	-20.416	1.344	2.831	-0.016	-0.001	0.02
Si	-17.676	4.086	2.637	0.008	0.011	0.024
Si	-20.375	6.782	2.591	0.024	0	0.003
Si	-17.608	9.541	2.585	-0.02	-0.009	-0.002
Si	-20.276	12.201	2.734	0.016	-0.016	0.034
Si	-17.597	-1.332	2.678	-0.004	-0.027	0.019
Si	-16.233	0.039	3.99	0.008	0.01	0.011
Si	-13.578	2.715	3.975	-0.003	-0.001	0.001
Si	-16.288	5.449	3.993	-0.01	-0.001	-0.024
Si	-13.551	8.173	4.059	0.004	-0.017	-0.026
Si	-16.321	-5.444	4.036	0.008	0.008	0.006
Si	-13.589	-2.71	3.974	0.003	-0.004	-0.02
Si	-10.869	-0.012	4.073	0.002	0.004	-0.019
Si	-8.122	2.71	4.197	-0.005	-0.013	-0.001
Si	-10.937	5.394	4.136	-0.01	-0.02	0.019
Si	-8.142	8.191	4.151	0.03	-0.002	-0.02
Si	-10.849	-5.371	4.055	0.004	-0.005	0.003
Si	-8.126	-2.715	4.025	0.001	0.009	-0.002
Si	-21.782	-0.034	4.107	0.008	-0.004	0.01
Si	-18.993	2.738	4.063	0.009	0.017	-0.012
Si	-21.717	5.475	4.02	-0.014	-0.004	0.012
Si	-18.99	8.161	3.938	-0.011	0.012	-0.001
Si	-21.663	10.87	4.101	-0.006	0.007	-0.003
Si	-18.95	-2.709	4.054	-0.01	-0.002	-0.02
Si	-14.963	-1.34	16.307	0.003	-0.018	0
Si	-12.265	1.375	16.334	-0.002	-0.003	-0.007
Si	-14.92	4.089	16.32	0.008	-0.003	-0.01
Si	-12.218	6.789	16.35	0.019	0.002	-0.001
Si	-14.961	-6.787	16.342	0.008	-0.001	0.001
Si	-12.242	-4.081	16.273	-0.014	0.003	-0.012
Si	-9.563	-1.362	16.28	0.005	-0.018	-0.006
Si	-23.092	1.381	16.207	0	0.007	-0.011
Si	-9.553	4.1	16.316	-0.004	-0.016	-0.006
Si	-23.093	6.795	16.203	-0.001	0.002	-0.011
Si	-9.528	9.498	16.341	-0.012	0.001	0.006
Si	-23.107	-4.122	16.236	-0.006	-0.002	-0.007
Si	-20.369	-1.368	16.24	-0.011	-0.008	-0.005
Si	-17.645	1.368	16.251	-0.007	0.016	-0.006
Si	-20.378	4.095	16.247	0.009	0.009	0.005
Si	-17.643	6.815	16.282	0	0.003	-0.007
Si	-20.377	9.526	16.249	-0.003	0	0
Si	-17.642	-4.053	16.311	0.01	0.015	-0.002
Si	-13.629	0.01	17.702	-0.02	0.018	-0.006
Si	-10.944	2.783	17.685	0.013	0.002	0.011
Si	-13.582	5.446	17.729	-0.003	-0.011	0.011
Si	-10.847	8.117	17.735	0.011	0.005	0.004
Si	-13.586	-5.399	17.667	-0.018	0.003	0.02
Si	-10.923	-2.722	17.648	-0.003	0.015	0.004
Si	-8.174	-0.008	17.586	-0.018	-0.008	0.007
Si	-21.742	2.735	17.596	-0.008	-0.002	-0.007
Si	-8.166	5.412	17.692	0.001	0.005	-0.003
Si	-21.776	8.172	17.567	0.006	-0.005	0.01
Si	-8.168	-5.455	17.691	0.017	-0.017	0.01
Si	-21.722	-2.771	17.561	0.024	0.014	0.005
Si	-19.024	0.024	17.585	0.02	-0.001	-0.008
Si	-16.268	2.687	17.635	0.01	0.004	0.004
Si	-19.006	5.447	17.607	-0.011	-0.013	0.02
Si	-16.313	8.152	17.707	-0.008	-0.003	-0.021
Si	-19.002	10.868	17.621	-0.014	0	-0.008
Si	-16.298	-2.679	17.706	0.011	-0.014	0.009
Si	-14.998	1.335	19.11	-0.008	-0.005	-0.012
Si	-12.304	4.072	19.169	0.012	-0.011	-0.002
Si	-14.944	6.808	19.092	0.008	0.006	-0.013
Si	-12.252	9.518	19.002	-0.004	-0.013	-0.047
Si	-14.868	-3.992	19.077	0.019	0.042	-0.031
Si	-12.257	-1.356	19.033	-0.016	-0.029	0.004
Si	-9.478	1.426	18.891	0.026	0.007	-0.021
Si	-23.082	4.089	18.973	-0.007	0	-0.002
Si	-9.475	6.721	19.117	-0.022	0.007	-0.027
Si	-23.184	9.433	18.978	-0.023	-0.017	-0.011
Si	-9.557	-4.066	18.997	0.026	-0.007	-0.011
Si	-6.931	-1.399	19.011	-0.035	-0.005	-0.057
Si	-20.361	1.394	18.934	0.003	0.007	-0.019
Si	-17.616	4.066	18.937	-0.018	0.021	-0.048
Si	-20.38	6.859	18.899	0.015	-0.011	-0.04
Si	-17.651	9.557	19.045	-0.002	0.024	-0.001
Si	-20.404	-4.156	18.97	-0.012	-0.004	-0.017
Si	-17.727	-1.303	19.008	0.018	-0.001	-0.011
Si	-16.427	0.021	20.487	-0.005	0.035	0.049
Si	-13.698	2.678	20.561	-0.023	-0.002	0.03
Si	-16.298	5.383	20.383	0.001	-0.023	0.034
Si	-13.613	8.225	20.435	0.011	0.009	0.075
Si	-16.24	-5.399	20.376	0.02	-0.011	0.061
Si	-13.536	-2.613	20.567	-0.033	-0.016	0.05
Si	-10.83	0.074	20.182	0.008	0.023	0.03
Si	-8.195	2.693	20.408	-0.022	-0.012	0.075
Si	-10.865	5.406	20.516	0.013	0.005	0.027
Si	-8.096	8.059	20.508	0.039	-0.01	0.029
Si	-10.844	-5.47	20.322	-0.001	-0.014	0.047
Si	-8.314	-2.726	20.451	0.014	0.033	0.059
Si	43.459	0.011	20.11	-0.018	0.004	0.07
Si	-18.972	2.725	20.298	0.025	-0.015	0.06
Si	-21.666	5.457	20.262	0.001	0.018	0.052
Si	-19.096	8.225	20.333	-0.023	-0.021	0.05
Si	-21.842	10.808	20.298	0.015	0.015	0.042
Si	-19.084	-2.72	20.293	-0.011	-0.012	0.022
Si	-15.273	-1.51	21.836	0.32	0.158	-0.67
Si	-11.994	1.462	21.638	-0.277	-0.138	-0.708
Si	-15.347	3.795	21.881	0.243	0.083	-0.686
Si	-11.999	7.095	21.686	-0.116	-0.186	-0.75
Si	-14.599	9.925	21.77	-0.214	-0.191	-0.787
Si	-12.257	-4.258	21.718	0.102	0.245	-0.703
Si	-9.425	-1.001	21.694	-0.017	-0.236	-0.689
Si	42.054	1.181	21.566	0.088	0.203	-0.705
Si	-9.795	3.708	21.791	0.224	0.316	-0.74
Si	-22.784	6.838	21.763	-0.294	-0.108	-0.682
Si	-9.724	9.256	21.647	0.19	0.19	-0.777
Si	-6.658	-4.055	21.449	-0.322	-0.052	-0.726
Si	44.415	-1.658	21.388	0.26	0.09	-0.757
Si	-17.616	1.579	21.845	-0.122	-0.214	-0.664
Si	-20.007	4.403	21.515	-0.13	-0.059	-0.803
Si	-17.869	6.652	21.529	0.04	0.076	-0.637
Si	-20.759	9.262	21.681	0.166	0.074	-0.717
Si	-17.437	-3.801	21.56	-0.106	-0.075	-0.731
Si	-29.769	7.272	-7.226	0.119	0.073	0.078
Si	-12.361	6.354	24.646	0.097	0.009	-0.077
Si	-20.577	-1.632	24.261	-0.015	0.025	-0.065
Si	-9.285	0.768	-6.366	-0.25	-0.032	0.016
Si	-20.621	1.888	-7.093	0.088	0.06	-0.068
Si	-8.772	3.539	24.781	-0.024	-0.077	-0.085
Si	-4.464	7.144	25.802	0.087	0.012	0.04
Si	-19.955	8.137	-4.611	-0.04	-0.101	-0.006
Si	-18.235	3.752	-6.965	-0.107	-0.019	-0.032
Si	-19.158	0.869	24.619	-0.052	0.133	-0.261
Si	-29.402	-0.319	-6.424	-0.004	-0.148	0.071
Si	-10.593	-4.083	24.423	-0.063	-0.047	-0.131
Si	-21.696	3.973	-2.819	-0.014	-0.079	0.027
Si	-15.617	-8.029	-5.834	0.006	-0.002	0.015
Si	-11.948	2.885	-2.718	0.139	-0.048	0.108
Si	-27.493	-3.808	24.324	0.026	-0.032	-0.036
Si	-17.01	5.024	25.878	0.046	0.044	0.059
Si	-3.135	-0.095	23.204	-0.065	-0.013	-0.004
Si	-20.624	1.37	-4.239	0.05	0.085	0.078
Si	-24.713	-4.495	-7.021	0.076	0.14	-0.024
Si	-16.294	0.107	-2.162	0.013	0.022	0.102
Si	-17.673	0.235	-4.744	-0.108	-0.033	0.043
Si	-9.725	0.93	26.072	-0.003	0.028	-0.086
Si	-15.403	-6.481	24.805	0.002	0.003	-0.112
Si	-27.52	7.228	-5.203	-0.077	0.072	0.161
Si	-17.437	7.656	24.302	0.187	0.058	-0.06
Si	-14.811	2.821	-2.939	-0.127	0.099	0.141
Si	-1.871	6.587	24.656	-0.032	-0.055	-0.136
Si	-15.816	2.642	-5.592	0.002	0.179	0.017
Si	-10.734	5.545	-1.979	0.068	-0.093	0.127
Si	-24.15	-2.502	-2.008	-0.075	0.061	0.106
Si	-11.365	-4.544	-7.018	0.011	0.001	-0.097
Si	-17.642	-4.984	-2.953	-0.138	0.067	0.032
Si	-21.997	-0.218	-2.015	-0.04	-0.027	0.224
Si	-18.204	6.596	-6.476	0.103	-0.023	-0.002
Si	-14.384	1.638	26.337	0.028	-0.085	0.023
Si	-16.158	-3.525	25.717	0.047	0.017	-0.028
Si	-7.494	-3.757	-4.797	-0.088	-0.06	0.001
Si	-19.75	-6.671	24.534	0.05	0.086	-0.089
Si	-14.263	-1.155	24.744	-0.125	0.092	-0.08
Si	-12.257	-5.919	-4.509	0	-0.086	-0.077
Si	-8.032	7.411	-6.344	0.147	0.063	-0.089
Si	-14.375	4.245	24.825	-0.135	0.001	-0.017
Si	-18.646	-3.99	24.322	0.041	0.034	-0.01
Si	-15.09	-6.298	-3.308	0.016	-0.144	0.147
Si	-9.825	5.848	26.106	0.138	0.087	0.062
Si	-21.493	2.742	23.756	-0.044	-0.064	-0.062
Si	-2.963	-0.499	25.966	-0.105	-0.042	-0.028
Si	-18.762	-7.822	-2.047	-0.1	0.052	0.136
Si	-11.506	-0.547	23.883	0.036	0.106	-0.247
Si	-11.478	4.983	-6.828	0.097	-0.017	-0.131
Si	-19.257	-5.185	-5.412	-0.039	0.049	-0.069
Si	-24.651	6.178	-5.025	-0.016	-0.012	-0.047
Si	-10.668	-5.339	-1.972	-0.079	-0.011	0.076
Si	-14.916	-1.346	5.367	-0.002	-0.005	0.002
Si	-12.235	1.37	5.391	0	0.005	0.002
Si	-14.937	4.076	5.356	0.012	0.007	-0.01
Si	-12.24	6.813	5.458	-0.005	0.009	0.015
Si	-14.945	9.521	5.389	-0.008	0.003	0.003
Si	-12.228	12.29	5.391	0.006	0.01	0.002
Si	-9.488	-1.367	5.411	0.012	-0.004	-0.003
Si	-6.737	1.333	5.485	0.018	0.009	0.018
Si	-9.529	4.069	5.484	0.003	0	0.013
Si	-6.761	6.832	5.489	-0.003	0	0.01
Si	-9.519	-6.752	5.448	-0.018	-0.003	0.005
Si	-6.796	-4.05	5.457	-0.003	0.009	0.002
Si	-20.36	-1.379	5.404	0.001	-0.007	0.005
Si	-17.614	1.368	5.378	-0.007	-0.015	0
Si	-20.369	4.102	5.387	0	0	0.009
Si	-17.645	6.816	5.345	-0.01	-0.006	0.001
Si	-20.316	9.484	5.4	0.017	0.007	0.004
Si	-17.635	-4.079	5.422	-0.006	-0.003	0.017
Si	-13.578	0.006	6.756	0.003	-0.001	0
Si	-10.888	2.699	6.805	-0.001	0.01	0.001
Si	-13.609	5.434	6.767	0	0.008	0.001
Si	-10.863	8.178	6.793	0.011	-0.011	0.007
Si	-13.577	10.894	6.74	0.003	-0.006	-0.003
Si	-10.861	-2.705	6.777	-0.002	0.005	-0.003
Si	-8.133	-0.02	6.803	0.002	0.003	-0.003
Si	-5.381	2.724	6.811	0.004	0.001	0.009
Si	-8.144	5.45	6.806	-0.003	0	0.003
Si	-5.396	8.187	6.833	0.002	-0.004	-0.003
Si	-8.152	-5.412	6.814	0	0.003	-0.006
Si	-5.398	-2.72	6.812	0.008	-0.003	-0.004
Si	-18.992	0.004	6.732	0.006	-0.004	0
Si	-16.277	2.728	6.749	0	-0.001	-0.002
Si	-19.002	5.464	6.731	-0.008	0.001	-0.003
Si	-16.302	8.162	6.745	-0.001	0.004	-0.005
Si	-18.993	-5.45	6.767	0.001	0	-0.002
Si	-16.269	-2.705	6.75	-0.003	-0.007	0.001
Si	-14.934	1.366	8.119	0	0.001	0.002
Si	-12.24	4.086	8.137	-0.001	-0.011	-0.002
Si	-14.955	6.803	8.121	-0.011	-0.017	0
Si	-12.234	9.538	8.131	-0.002	0	-0.003
Si	-14.924	-4.071	8.117	0.007	0.011	-0.004
Si	-12.218	-1.344	8.13	0.015	0.01	0.002
Si	-9.505	1.347	8.149	-0.002	-0.004	-0.002
Si	-6.774	4.081	8.15	0.002	-0.008	-0.006
Si	-9.503	6.817	8.153	0.01	0.013	0.004
Si	-6.781	-6.776	8.166	-0.002	-0.001	0.001
Si	-9.519	-4.062	8.16	-0.003	-0.005	-0.001
Si	-6.767	-1.363	8.168	0	-0.002	-0.009
Si	-20.362	1.364	8.086	0.001	0.01	-0.01
Si	-17.647	4.094	8.095	-0.002	0.005	-0.003
Si	-20.362	6.8	8.11	0.001	0.001	-0.001
Si	-17.638	-6.801	8.125	-0.005	0.006	-0.001
Si	-20.37	-4.091	8.113	-0.015	-0.014	0
Si	-17.645	-1.355	8.104	-0.004	0.002	-0.003
Si	-16.295	0.004	9.473	-0.006	-0.002	0
Si	-13.589	2.725	9.495	0.004	0.002	0.004
Si	-16.302	5.444	9.482	-0.003	0.014	0.002
Si	-13.59	8.164	9.482	-0.002	0.004	0
Si	-16.281	-5.436	9.479	-0.002	-0.013	-0.001
Si	-13.573	-2.714	9.487	0.009	-0.006	-0.002
Si	-10.867	0	9.509	0	-0.006	0.001
Si	-8.144	2.72	9.5	0	0.005	0.001
Si	-10.872	5.446	9.493	0.001	0.004	0
Si	-8.145	-8.147	9.513	0	-0.008	0.006
Si	-10.878	-5.431	9.506	0.009	0	0.002
Si	-8.147	-2.715	9.519	0.003	-0.002	-0.001
Si	-21.725	0.002	9.444	0.001	0	-0.004
Si	-19.006	2.727	9.449	-0.006	-0.005	-0.003
Si	-21.727	5.434	9.457	-0.004	-0.007	-0.001
Si	-19.005	8.161	9.474	-0.003	0.01	0.002
Si	-21.73	-5.445	9.469	0.002	0.001	0.003
Si	-19.006	-2.721	9.461	-0.001	-0.006	-0.006
Si	-14.94	-1.355	10.838	0	0.002	-0.003
Si	-12.229	1.369	10.854	0.01	0.006	-0.001
Si	-14.944	4.09	10.85	-0.01	-0.004	0.003
Si	-12.231	6.806	10.851	0.004	0	-0.004
Si	-14.936	9.524	10.854	0.002	0.006	0.004
Si	-12.232	-4.073	10.868	0.002	0.004	0.003
Si	-9.516	-1.36	10.873	0.003	0.007	0.002
Si	-6.793	1.361	10.87	0.004	-0.002	0.001
Si	-9.51	4.085	10.853	0	-0.007	-0.001
Si	-6.791	6.803	10.869	0.002	0.007	0.004
Si	-9.518	-6.793	10.864	-0.001	0.003	-0.002
Si	-6.79	-4.076	10.876	-0.004	0	0.001
Si	-20.371	-1.358	10.813	-0.007	0.003	-0.002
Si	-17.653	1.37	10.824	-0.004	0.005	0
Si	-20.363	4.079	10.816	0.005	0.001	0.002
Si	-17.648	6.809	10.844	-0.01	-0.013	0.004
Si	-20.365	9.522	10.825	-0.007	0.001	0.005
Si	-17.651	-4.079	10.827	0	0.007	-0.001
Si	-13.591	0.008	12.205	0.006	-0.001	0
Si	-10.874	2.731	12.214	-0.002	-0.002	-0.003
Si	-13.586	5.45	12.217	0.007	0.004	0.001
Si	-10.879	8.165	12.22	0.008	0.002	0
Si	-13.585	10.88	12.227	-0.003	-0.007	0.006
Si	-10.877	-2.718	12.235	0.004	-0.008	0.006
Si	-8.167	0.007	12.229	-0.011	-0.012	0.001
Si	-5.441	2.723	12.232	-0.01	-0.001	0.002
Si	-8.159	5.446	12.223	0.004	0.005	0.002
Si	-5.441	8.159	12.238	0.007	-0.003	0.006
Si	-8.156	-5.442	12.226	0.005	-0.003	0.007
Si	-5.44	-2.709	12.234	0.005	0.003	0.005
Si	-19.012	0.002	12.175	0.001	-0.001	-0.001
Si	-16.302	2.726	12.201	-0.003	0.002	0.004
Si	-19.005	5.439	12.185	-0.004	0.009	0.003
Si	-16.291	8.165	12.219	-0.004	0.005	0.001
Si	-19.008	-5.439	12.188	-0.003	-0.005	0
Si	-16.294	-2.724	12.192	-0.006	-0.003	-0.001
Si	-14.942	1.373	13.565	-0.003	0.001	0.001
Si	-12.227	4.09	13.578	0.016	-0.013	-0.003
Si	-14.93	6.811	13.593	0.001	-0.005	0.008
Si	-12.238	9.511	13.596	0.008	0.004	0.005
Si	-14.951	-4.078	13.578	-0.001	0.009	0.006
Si	-12.249	-1.349	13.578	-0.008	0.008	0
Si	-9.537	1.365	13.584	0.004	0.01	0
Si	-6.816	4.075	13.588	0.009	-0.004	0.012
Si	-9.519	6.81	13.581	-0.013	0.003	0.004
Si	-6.81	9.512	13.593	-0.003	-0.006	0.006
Si	-9.522	-4.094	13.586	0.008	0	0.001
Si	-6.819	-1.358	13.59	-0.008	0.007	0.005
Si	-20.369	1.36	13.534	-0.001	0.003	0.008
Si	-17.649	4.093	13.563	-0.011	0.001	0.001
Si	-20.364	6.804	13.529	0.004	-0.005	0.001
Si	-17.655	9.533	13.567	-0.006	0.005	0.009
Si	-20.366	-4.073	13.538	-0.006	0.005	0.005
Si	-17.651	-1.357	13.537	0.003	-0.008	0
Si	-16.299	-0.001	14.905	0.001	0.007	0
Si	-13.587	2.731	14.937	0.006	0.013	0.005
Si	-16.284	5.441	14.942	-0.006	-0.003	0.003
Si	-13.586	8.164	14.989	0.001	0.001	0.012
Si	-16.304	-5.435	14.95	-0.009	-0.002	0.006
Si	-13.607	-2.707	14.94	0	-0.004	-0.003
Si	-10.912	0.018	14.946	-0.012	-0.005	0.001
Si	-8.195	2.729	14.95	-0.016	-0.006	0.006
Si	-10.881	5.46	14.941	0.009	-0.001	0
Si	-8.165	8.153	14.964	0.01	0.005	0.009
Si	-10.872	-5.461	14.951	0.009	0	0.008
Si	-8.18	-2.731	14.949	-0.002	-0.001	0.005
Si	-21.733	-0.007	14.881	0.002	-0.003	0.004
Si	-19.016	2.727	14.902	0.006	-0.007	-0.002
Si	-21.727	5.438	14.864	-0.009	0.003	-0.004
Si	-19.013	8.158	14.908	-0.009	-0.01	0.001
Si	-21.732	10.871	14.871	0.01	0.001	0.004
Si	-18.994	-2.72	14.903	0.007	0.01	0.004
O	15.277	7.346	23.142	-0.015	0.396	0.148
O	-6.45	1.757	23.114	-0.307	-0.078	0.681
O	-9.995	6.236	-3.236	-0.217	0.563	-0.105
O	5.296	2.676	22.242	0.244	-0.25	0.322
O	-3.341	3.571	-2.947	-0.05	-0.093	0.131
O	-0.187	6.986	-3.783	-0.357	-0.116	0.505
O	8.061	-5.434	22.078	0.273	-0.162	0.038
O	-6.062	1.096	-6.063	0.047	0.411	0.027
O	0.806	3.918	23.244	0.118	0.511	0.256
O	6.756	-1.862	23.243	-0.254	-0.288	-0.039
O	3.974	-4.607	-1.445	-0.374	-0.578	-0.313
O	-5.881	-5.946	-6.491	-0.216	0.476	-0.357
O	4.269	7.242	23.192	0.149	0.3	0.127
O	-4.665	3.733	23.103	0.019	0.356	0.454
O	-2.75	5.283	22.136	-0.198	-0.228	0.443
O	0.252	0.659	-3.576	0.124	0.189	-0.605
O	-2.256	6.993	-1.379	-0.136	-0.198	-0.237
O	-1.413	-6.268	24.557	-0.21	-0.539	0.381
O	2.793	0.111	-3.255	0.274	-0.406	-0.178
O	-5.44	-8.042	22.366	-0.088	0.184	0.154
O	5.506	8.143	25.298	0.185	0.262	0.387
O	-0.104	5.542	-0.579	-0.078	-0.096	-0.251
O	-6.645	6.063	-0.931	0.096	-0.41	0.15
O	-9.637	4.756	-1.089	-0.09	0.238	-0.078
O	-10.41	-3.243	-7.125	-0.335	0.423	0.248
O	1.493	-0.778	22.95	-0.138	-0.024	0.365
O	7.947	2.871	-0.539	0.04	0.186	-0.287
O	2.937	-3.461	-3.586	0.304	0.154	-0.415
O	-2.282	-0.381	24.514	0.64	-0.032	-0.049
O	-7.051	-3.592	-1.303	0.217	0.107	-0.274
O	9.818	6.569	-1.411	0.093	0.219	-0.491
O	-1.101	-4.809	-1.263	-0.101	0.168	-0.211
O	-2.585	-2.807	-0.373	-0.221	0.125	-0.25
O	-5.89	-3.696	-4.584	0.196	-0.675	0.322
O	-0.123	-7.272	-5.457	-0.316	0.195	-0.195
O	7.316	-1.878	-1.427	0.402	-0.047	-0.213
O	9.833	1.921	23.414	-0.215	-0.191	0.306
O	6.811	4.462	23.299	0.437	0.195	0.169
O	1.947	4.109	-1.458	0.165	-0.276	0.055
O	3.579	0.842	22.98	0.18	-0.258	0.178
O	-7.756	-5.36	-4.703	-0.387	-0.265	0.214
O	9.433	-3.592	23.125	-0.684	0.153	0.443
O	-9.089	-6.544	23.044	-0.356	0.054	0.373
O	-1.157	6.902	23.245	0.279	0.466	0.101
O	-5.462	-6.699	-3.995	-0.235	-0.04	0.564
O	-6.358	0.948	-1.163	0.452	-0.491	-0.064
O	0.341	-2.642	26.131	0.107	0.262	-0.5
O	-5.701	6.105	25.819	0.272	-0.518	0.436
O	2.682	-2.395	-1.1	-0.104	-0.122	0.338
O	-5.052	2.265	25.358	-0.561	0.299	0.401
O	7.569	6.02	25.207	0.12	0.161	0.442
O	4.04	5.021	-2.904	0.077	0.017	-0.251
O	9.892	1.479	-1.511	0.204	-0.349	-0.305
O	11.419	5.763	-3.504	-0.142	0.073	-0.098
O	1.334	1.548	24.185	-0.031	0.039	0.533
O	2.76	-8.037	-0.417	-0.004	-0.122	-0.492
O	3.943	1.655	-1.466	-0.091	0.323	0.031
O	5.576	-0.074	-0.46	0.156	-0.12	-0.231
O	5.954	6.811	-3.505	0.068	0.06	0.005
O	7.579	-1.08	25.635	0.42	-0.049	-0.107
O	2.639	-5.415	22.192	0.058	-0.103	0.332
O	-5.313	5.283	-3.231	-0.097	-0.015	-0.589
O	-4.262	-1.978	-3.371	-0.07	-0.302	0.227
O	1.259	-5.92	-1.087	0.251	0.189	-0.062
O	14.75	-4.071	23.706	-0.289	-0.172	0.217
O	8.183	0.084	22.375	-0.11	-0.064	0.508
O	-0.153	5.403	-5.9	-0.227	0.323	-0.125
O	-2.835	2.727	-0.124	-0.043	-0.163	0.03
O	-8.992	-4.248	24.22	0.215	0.505	0.096
O	1.144	-3.441	-5.621	0.339	0.176	-0.288
O	5.812	-5.971	-0.344	0.033	0.085	-0.7
O	-4.921	7.519	-2.064	-0.006	0.266	0.059
O	-3.714	-6.187	23.208	-0.153	-0.317	0.448
O	-3.827	-7.43	-5.918	0.165	-0.887	-0.158
O	-0.994	4.497	-3.611	0.138	0.032	0.595
O	-11.844	6.443	-6.233	0.107	-0.038	0.354
O	-29.989	-5.959	-3.779	-0.078	0.539	-0.311
O	2.612	5.465	22.239	-0.292	0.033	0.309
O	-32.018	1.604	-5.262	0.022	-0.066	-0.551
O	-4.188	2.699	-6.917	0.274	-0.258	0.244
O	7	-6.076	25.868	-0.027	-0.024	0.249
O	-3.654	-2.931	-5.685	0.138	0.34	-0.213
O	1.571	5.012	-3.894	0.327	0.195	-0.272
O	13.647	4.049	25.101	0.1	-0.284	-0.384
O	-28.503	-4.674	25.206	0.109	-0.264	-0.172
O	6.8	-4.833	-4.974	-0.203	-0.322	-0.458
O	-6.976	6.453	23.474	-0.398	-0.141	0.191
O	6.655	-6.917	-3.426	0.208	-0.18	0.524
O	-8.638	4.168	-3.937	0.148	-0.123	0.142
O	-8.521	6.135	-5.511	-0.308	-0.304	-0.22
O	4.453	-3.753	23.129	0.229	-0.014	0.097
O	32.095	-7.641	-5.67	-0.221	-0.45	-0.056
O	1.98	4.72	-7.16	-0.008	-0.424	-0.249
O	-3.988	-0.789	-1.135	-0.154	0.433	-0.231
O	-8.876	1.974	25.156	0.232	-0.19	-0.092
O	-10.4	-1.333	22.976	0.01	-0.561	0.133
O	11.997	5.946	25.923	0.425	-0.092	-0.205
O	19.907	3.891	-2.6	0.473	0.005	-0.318
O	20.052	0.992	23.27	0.037	0.114	0.522
O	11.007	-3.892	-4.058	-0.471	0.146	-0.1
O	15.982	-2.776	-3.511	0.039	0.069	-0.189
O	-1.457	5.162	25.29	0.377	0.106	-0.096
O	-25.643	4.282	-1.718	-0.657	0.382	-0.121
O	-10.683	4.184	-5.671	0.095	0.239	0.18
O	7.002	-2.366	-4.099	0.064	0.478	-0.293
O	-15.138	-6.654	-1.711	-0.4	-0.121	-0.099
O	26.156	0.172	-3.829	0.108	-0.562	-0.047
O	5.166	-2.285	25.201	-0.507	0.47	0.234
O	-26.539	0.255	24.403	-0.382	0.264	-0.503
O	9.206	0.349	-5.758	-0.134	-0.335	0.236
O	-5.36	-5.396	-0.396	0.11	-0.132	-0.342
O	25.891	-4.625	-4.478	-0.143	-0.44	0.207
O	-28.017	-3.765	22.81	0.134	0.371	-0.213
O	-1.224	1.472	-1.599	0.064	0.239	-0.171
O	28.11	3.718	22.957	0.067	0.071	0.194
O	7.991	-7.967	-0.416	-0.175	-0.033	-0.497
O	25.293	-5.224	-7.225	0.129	0.137	0.58
O	-29.646	3.828	-6.299	-0.079	0.139	0.723
O	21.476	7.514	-5.965	0.184	-0.315	0.565
O	-12.188	-7.422	-5.126	0.279	-0.276	0.447
O	16.423	-2.638	22.378	0.029	-0.108	0.534
O	21.819	2.69	22.277	0.042	-0.076	0.369
O	27.654	-6.428	25.302	0.089	0.409	-0.08
O	15.964	-5.376	-3.93	0.561	0.089	-0.18
O	27.172	-2.863	21.939	0.143	0.067	0.437
O	7.935	-3.064	-6.504	0.525	-0.247	0.139
O	16.506	2.696	22.222	-0.044	-0.128	0.388
O	23.327	-2.08	23.28	-0.201	-0.207	0.215
O	20.566	-5.029	-0.811	-0.088	-0.583	-0.088
O	20.831	-3.699	23.006	0.276	-0.059	0.247
O	20.629	6.222	23.225	-0.357	-0.486	0.142
O	10.841	5.311	-6.064	-0.646	-0.403	0.151
O	13.575	5.487	22.307	0.182	-0.074	0.71
O	15.275	-4.23	-1.532	0.139	0.078	0
O	14.896	7.462	-1.055	-0.239	0.053	-0.479
O	8.964	-5.545	-3.506	0	-0.27	-0.186
O	18.064	1.84	-2.791	-0.252	-0.128	0.31
O	12.909	-6.639	22.92	0.515	0.181	0.253
O	21.835	-8.119	22.122	-0.04	-0.05	0.435
O	15.874	-7.896	-3.335	0.197	-0.752	0.001
O	16.255	5.437	-0.2	0.118	-0.212	-0.319
O	12.173	-7.678	-0.842	-0.22	-0.668	0.161
O	12.83	6.903	-5.486	0.543	-0.219	-0.208
O	10.977	-0.174	-3.932	-0.29	-0.184	-0.057
O	18.006	-0.649	22.992	-0.404	0.306	0.043
O	24.452	2.617	-0.347	0.068	0.098	-0.414
O	22.446	3.179	-5.888	-0.365	0.085	-0.188
O	-32.164	4.037	25.498	0.275	0.272	-0.587
O	9.804	-3.992	-1.59	-0.228	0.461	-0.369
O	11.19	-5.232	24.192	-0.298	0.02	0.281
O	26.541	6.595	-0.946	0.046	-0.389	-0.315
O	23.677	4.374	23.035	0.267	-0.356	0.318
O	13.524	-2.666	-0.449	-0.2	0.121	-0.248
O	-23.353	-3.586	26.324	-0.2	0.076	0.039
O	-23.796	-4.426	22.846	-0.006	0.119	0.268
O	22.735	-4.016	-1.733	-0.116	0.171	0.12
O	17.959	-2.05	26.163	0.032	-0.12	0.042
O	-23.867	-5.807	25.072	0.112	-0.554	0.084
O	-22.355	6.225	25.64	0.337	0.46	-0.188
O	28.608	7.598	24.456	0.234	-0.383	-0.384
O	-23.1	5.996	23.132	-0.362	0.002	0.105
O	17.982	3.595	-0.925	-0.13	0.065	-0.217
O	-30.691	-0.717	-5.484	-0.049	-0.665	0.134
O	19.98	1.8	-1.111	0.119	-0.232	-0.161
O	28.443	-1.077	23.152	0.132	0.664	-0.006
O	6.124	-6.624	23.289	-0.684	-0.044	0.2
O	-27.165	-0.09	-0.433	-0.026	0.033	-0.522
O	12.495	-7.988	-3.446	-0.204	-0.496	0.179
O	-29.236	1.242	-6.067	-0.386	0.037	0.178
O	4.268	1.44	-6.289	-0.632	0.413	0.307
O	9.392	6.462	23.315	-0.066	-0.33	0.12
O	12.006	5.148	-0.974	0.655	0.354	-0.28
O	20.749	7.501	25.465	-0.202	0.376	-0.277
O	-27.977	-1.059	-6.184	-0.237	-0.346	-0.216
O	19.05	-2.889	-0.322	0.131	0.063	-0.63
O	11.726	3.64	22.902	-0.222	0.078	0.097
O	-27.914	-7.548	-4.83	0.376	0.403	-0.418
O	-4.505	0.684	-3.114	0.311	0.353	-0.543
O	12.968	-0.677	-6.081	0.391	-0.147	0.304
O	-4.517	-1.002	25.957	-0.299	0.025	-0.476
O	26.074	0.679	-1.191	-0.169	-0.553	0.038
O	20.396	6.172	-1.205	0.353	0.025	-0.155
O	-26.074	0.46	-5.159	0.523	0.151	-0.234
O	-27.898	-6.701	-2.38	0.057	-0.466	0.366
O	18.854	8.137	-0.326	0.144	0.085	-0.489
O	-25.461	2.395	-3.56	0.375	-0.494	-0.084
O	25.224	-6.724	24.261	0.016	-0.416	-0.26
O	28.644	6.621	-2.579	-0.251	-0.191	-0.369
O	14.026	0.142	25.671	-0.04	0.449	0.149
O	21.681	-0.008	-0.313	0.024	0.083	-0.519
O	5.967	3.39	-5.437	0.211	0.318	0.408
O	-16.685	3.421	-6.695	0.199	0.285	-0.432
O	23.011	4.599	-1.271	-0.073	0.319	0.013
O	28.865	-0.51	25.642	-0.204	0.629	-0.146
O	19.053	-5.527	22.338	-0.141	0.049	0.312
O	-25.689	4.522	22.922	0.081	0.396	0.226
O	-24.597	5.079	25.143	-0.154	0.153	0.545
O	16.65	-6.825	-1.022	-0.099	0.485	-0.027
O	-2.202	-0.093	21.906	0.024	-0.539	-0.4
O	24.68	-0.09	22.264	0.061	0.139	0.267
O	-4.176	-1.289	23.033	-0.421	-0.12	0.641
O	-23.818	7.002	-3.92	-0.077	0.505	-0.061
O	17.819	4.274	-4.555	0.126	-0.218	0.398
O	17.301	-7.282	23.345	0.076	0.136	0.284
O	13.508	3.111	-0.016	0.02	-0.121	0.066
O	-21.471	7.943	-4.097	-0.373	0.546	-0.356
O	-17.807	-0.735	-6.034	-0.393	-0.564	0.304
O	22.714	-6.578	-1.154	-0.222	-0.274	-0.587
O	3.018	7.18	25.552	-0.111	-0.369	0.073
O	29.23	4.855	-5.841	-0.013	0.23	0.032
O	-10.759	-2.909	25.526	0.116	0.43	-0.124
O	26.313	7.717	25.755	-0.669	-0.378	-0.198
O	-13.18	7.441	25.486	-0.494	0.083	-0.191
O	21.897	-3.028	25.286	-0.107	-0.048	0.612
O	13.028	4.316	-5.12	-0.143	0.023	0.128
O	11.855	-2.914	22.919	0.087	-0.257	0.115
O	6.845	8.16	-5.736	-0.127	-0.062	-0.032
O	18.321	4.399	23.136	0.251	-0.227	0.07
O	-10.864	0.339	-6.483	-0.006	-0.225	0.716
O	27.551	6.348	-7.191	0.052	0.493	0.231
O	-14.265	2.661	25.091	0.038	-0.047	-0.229
O	-27.273	2.811	-5.51	0.196	0.487	0.066
O	11.489	1.383	-6.191	-0.018	0.484	-0.228
O	27.01	-2.779	-5.899	0.304	0.325	-0.144
O	-18.935	-5.385	25.093	0.375	0.012	0.635
O	-23.271	3.598	-2.749	-0.075	-0.094	-0.134
O	-30.539	-5.869	26.191	0.099	-0.426	-0.37
O	25.004	4.855	25.215	-0.288	0.167	0.145
O	-17.104	7.48	22.725	0.458	0.193	-0.065
O	-18.009	-5.124	-6.434	0.159	0.613	-0.175
O	28.159	-1.454	-1.398	-0.493	-0.271	-0.392
O	-14.799	3.752	-1.617	0.516	0.136	-0.199
O	10.887	-8.099	22.08	0.132	0.304	-0.032
O	-32.181	-5.883	-7.254	0.587	0.341	0.062
O	23.338	3.283	-3.475	0.514	-0.188	-0.054
O	-16.805	7.178	-5.882	0.144	-0.349	0.116
O	12.21	2.431	-2.343	-0.221	0.199	0.315
O	0.462	-5.384	-7.232	0.203	0.104	-0.623
O	-12.636	6.56	23.076	-0.412	-0.35	-0.041
O	-14.155	-6.549	25.819	0.223	0.501	0.171
O	2.32	-7.06	-6.407	0.378	0.221	-0.208
O	9.692	7.093	25.946	-0.385	0.007	0.456
O	23.03	6.475	24.438	0.177	0.332	0.314
O	15.204	-2.109	25.494	-0.076	0.088	-0.404
O	18.652	4.789	25.813	-0.347	0.006	0.244
O	-9.171	3.974	23.269	0.292	0.207	0.116
O	-29.692	5.382	25.245	-0.203	0.28	0.371
O	-21.061	4.181	-1.342	-0.028	0.112	-0.109
O	4.546	5.141	-6.562	0.101	-0.199	0.55
O	16.325	4.221	24.728	-0.205	-0.324	-0.146
O	-10.313	-5.776	-7.036	0.347	0.161	0.355
O	6.347	4.816	-1.57	0.216	0.018	-0.448
O	0.575	-4.438	-3.222	-0.36	-0.258	-0.311
O	10.948	-5.544	0.048	0.094	0.011	-0.125
O	19.429	-3.919	25.201	0.113	-0.462	-0.103
O	11.502	-5.814	-2.534	0.109	-0.007	0.131
O	14.708	1.476	-1.4	0.49	-0.324	-0.338
O	31.998	1.208	-1.312	0.233	0.246	-0.264
O	24.434	8.053	-0.248	-0.152	-0.105	-0.557
O	11.076	3.463	25.372	-0.346	0.073	0.367
O	30.271	-4.488	25.846	-0.379	0.172	0.176
O	-20.913	-6.973	25.581	-0.312	-0.228	-0.253
O	26.572	1.582	23.005	-0.03	-0.09	0.318
O	-32.522	-2.606	22.165	0.184	-0.18	0.015
O	-27.272	2.724	21.997	-0.08	-0.132	0.263
O	-19.997	-3.133	24.174	-0.357	-0.177	0.142
O	-32.336	-7.193	-3.282	0.034	-0.514	0.141
O	-20.126	-7.387	-1.287	-0.294	-0.363	-0.116
O	24.846	3.596	-6.82	0.055	0.563	0.354
O	-32.589	2.73	21.879	0.148	0.128	0.29
O	-25.836	-1.799	22.938	0.075	-0.656	0.197
O	-28.148	-4.36	-1.252	0.035	0.296	-0.341
O	30.262	-2.375	24.383	0.401	0.545	-0.126
O	-28.832	6.205	22.892	0.326	0.019	0.073
O	31.271	0.099	24.831	-0.005	-0.506	-0.132
O	29.967	5.472	22.228	0.285	-0.15	0.575
O	5.037	5.521	25.027	-0.506	-0.404	0.151
O	30.977	6.964	-1.467	-0.104	0.346	0.1
O	31.317	-4.443	23.287	-0.184	-0.696	0.319
O	14.128	-6.538	-1.998	0.101	0.384	0.145
O	28.928	-6.512	22.97	0.502	0.284	0.035
O	-27.176	8.098	22.13	0.172	-0.218	0.61
O	-11.015	-5.721	-3.493	0.437	0.14	-0.271
O	32.629	5.382	-0.327	0.211	-0.134	-0.56
O	6.878	-4.353	-2.428	0.197	-0.351	0.501
O	17.277	6.697	-5.389	-0.511	-0.051	0.331
O	-32.029	-1.067	26.342	0.275	0.382	0.227
O	-27.473	-2.276	24.858	-0.554	0.358	0.072
O	-24.398	2.592	-0.277	0.058	-0.187	-0.146
O	-30.379	0.664	-3.298	0.017	-0.072	0.134
O	-30.67	4.309	22.924	0.063	-0.222	0.361
O	24.383	-2.78	-3.346	0.182	0.695	-0.027
O	25.248	-3.628	-1.052	0.171	-0.074	-0.439
O	26.733	5.022	-3.719	0.178	-0.064	-0.326
O	31.195	-4.471	-1.615	0.049	-0.527	-0.08
O	29.805	-2.881	-0.12	0.047	-0.039	0.074
O	26.528	1.765	-5.924	0.66	0.211	0.259
O	-23.204	-1.237	-2.249	-0.15	0.019	-0.257
O	-25.511	-1.984	-1.288	-0.135	-0.11	-0.239
O	28.965	1.614	24.223	-0.148	-0.466	0.033
O	-12.903	4.291	-7.112	-0.139	0.271	0.338
O	12.774	-2.032	-3.603	0.443	0.007	0.138
O	-16.031	-6.798	-6.802	0.514	0.047	-0.26
O	16.766	-7.076	-5.722	0.312	0.639	-0.333
O	-15.382	5	25.87	0.29	0.411	0.328
O	-29.213	1.141	22.761	0.29	-0.227	0.452
O	-1.326	-4.186	-5.644	0.107	-0.25	0.398
O	-21.916	-2.819	21.87	0.077	-0.104	0.352
O	23.204	-6.023	22.889	-0.127	0.269	0.037
O	31.602	7.402	23.122	-0.122	-0.015	0.419
O	-25.068	-1.571	25.515	0.391	-0.562	0.083
O	29.069	-1.255	-3.96	-0.468	0.478	-0.17
O	27.952	-5.301	-6.129	-0.109	-0.538	0.416
O	32.542	-3.347	25.373	0.562	0.025	-0.23
O	26.333	7.574	-3.31	-0.29	0.594	-0.311
O	-4.78	4.22	-0.952	-0.278	0.37	-0.114
O	-30.004	-2.71	-0.476	-0.152	-0.102	-0.121
O	0.538	-6.811	22.904	-0.18	-0.479	-0.097
O	16.813	-4.227	25.301	0.094	-0.603	-0.315
O	-30.966	-0.721	23.125	0.214	0.005	0.459
O	17.498	6.602	24.334	0.224	0.156	-0.025
O	26.879	2.932	25.186	0.002	-0.41	0.376
O	-22.517	1.071	-1.205	0.092	0.3	-0.322
O	-23.711	5.88	-6.31	0.423	-0.154	0.137
O	-5.093	-7.695	25.629	0.212	-0.008	-0.062
O	-29.702	7.92	-3.118	-0.6	-0.094	-0.146
O	-29.946	8.16	-0.309	-0.033	-0.018	-0.213
O	-5.619	-2.918	21.938	-0.007	-0.113	0.704
O	-18.729	-4.438	-4.047	-0.473	0.518	0.272
O	-28.395	6.353	-1.387	0.343	-0.439	0.093
O	0.992	-7.379	25.308	-0.084	-0.152	-0.186
O	28.385	0.802	-2.527	0.226	0.295	0.105
O	25.49	6.494	-5.576	-0.238	-0.016	0.053
O	-29.084	1.516	-1.217	-0.434	0.192	0.062
O	-11.856	4.466	-2.396	-0.513	0.38	-0.299
O	4.76	6.837	-1.179	-0.092	0.262	-0.025
O	-29.891	-5.444	22.06	-0.217	-0.128	0.381
O	31.001	-3.108	-3.944	0.315	0.309	-0.064
O	21.753	5.484	-3.356	0.087	0.422	-0.397
O	-31.165	-6.059	-1.316	-0.033	0.325	0.001
O	-21.638	5.409	-3.574	0.357	0.142	-0.607
O	-24.319	0.06	22.043	0.101	0.14	0.498
O	-31.427	1.736	24.124	-0.22	0.441	-0.321
O	-32.227	-7.799	25.217	0.062	-0.308	-0.014
O	-12.712	-1.488	24.414	0.181	-0.472	-0.038
O	-31.745	-7.149	22.801	-0.116	0.404	0.005
O	29.941	2.732	-0.476	-0.125	-0.076	-0.101
O	-17.408	3.494	25.534	-0.403	-0.089	-0.325
O	-8.327	-0.337	-5.67	-0.015	-0.355	0.331
O	-25.899	-5.798	-1.1	0.324	0.182	0.011
O	-18.109	-4.462	22.875	-0.288	-0.688	-0.12
O	-9.042	2.157	-5.605	0.539	0.032	-0.118
O	23.583	-7.172	-6.28	-0.045	0.11	0.559
O	-15.44	-7.558	-4.284	-0.197	-0.559	0.017
O	-23.44	-3.607	-1.1	-0.084	-0.049	-0.093
O	-9.392	8.049	-6.876	-0.238	-0.27	-0.167
O	-32.083	3.598	-3.558	-0.301	0.193	0.184
O	13.969	1.917	-5.932	0.145	-0.263	-0.008
O	-22.466	1.784	22.878	-0.13	-0.114	0.009
O	-3.296	-4.611	25.381	-0.066	0.366	-0.087
O	-25.347	-6.548	23	0.121	-0.131	0.269
O	-29.486	3.108	-3.265	0.393	0.253	-0.403
O	27.918	4.202	-1.365	-0.34	0.101	0.09
O	-32.207	4.112	-6.157	-0.235	0.247	-0.297
O	28.517	-3.793	-4.144	-0.014	-0.386	0.584
O	13.703	-4.308	-3.76	-0.385	-0.164	-0.138
O	17.11	-0.425	-3.864	-0.466	0.304	-0.079
O	-20.572	-0.928	22.806	0.025	0.385	0.085
O	-10.729	0.109	25.12	-0.159	0.018	0.081
O	-32.121	-4.554	-3.288	0.522	0.453	-0.406
O	7.401	-3.623	25.137	0.147	-0.243	-0.457
O	25.342	6.422	23.08	0.148	0.193	0.073
O	26.498	2.602	-2.882	-0.77	0.107	0.093
O	-13.63	-5.746	-3.69	0.088	0.508	0.236
O	24.171	-1.877	25.773	-0.043	0.271	-0.113
O	27.118	8.167	22.085	0.081	-0.132	0.042
O	-13.316	2.651	-3.518	0.102	-0.145	-0.401
O	-22.044	-1.721	24.929	-0.211	0.385	-0.296
O	-19.036	7.642	-3.381	0.1	-0.421	-0.181
O	30.607	-0.773	-1.955	-0.19	-0.146	-0.002
O	-27.949	6.235	-3.983	0.268	-0.529	0.075
O	-12.202	-4.753	-5.65	-0.469	0.227	0.079
O	-32.064	-1.132	-1.24	-0.109	-0.254	-0.337
O	14.753	1.251	23.368	0.134	0.18	0.604
O	-20.474	1.841	24.641	0.006	0.167	0.522
O	12.245	1.401	24.249	-0.078	-0.114	0.124
O	-15.897	-4.96	25.005	-0.323	0.159	-0.048
O	-31.268	6.718	23.629	-0.122	-0.031	0.022
O	-27.77	1.172	-3.436	0.158	-0.463	0.287
O	-13.444	-5.296	22.126	-0.153	-0.021	0.426
O	-19.183	2.498	-6.656	0.125	-0.367	0.4
O	25.568	-0.599	-6.344	-0.143	0.172	-0.378
O	18.622	-2.557	-3.593	0.118	-0.027	0.35
O	14.509	2.878	-3.579	0.629	0.408	0.211
O	-25.803	2.721	24.855	0.167	-0.208	-0.239
O	-11.431	-3.853	23.07	-0.044	0.206	0.16
O	27.007	-5.411	-0.323	0.217	0.066	-0.588
O	0.948	-1.821	-3.591	-0.583	0.225	-0.041
O	-7.292	-6.335	24.9	-0.167	-0.186	0.137
O	-10.804	6.519	25.008	0.239	0.337	-0.265
O	4.454	-7.684	-4.766	0.049	0.513	0.125
O	-24.45	-7.976	-0.56	0.06	-0.146	-0.227
O	27.556	5.396	25.376	0.619	-0.316	-0.346
O	-10.116	-6.641	-1.195	-0.293	-0.419	-0.176
O	-16.594	1.308	-5.222	0.215	-0.08	0.095
O	-18.005	-6.464	-2.42	-0.174	-0.127	0.021
O	-16.342	-2.718	22.121	-0.207	0.014	0.549
O	-10.978	2.641	22.116	-0.122	0.075	0.457
O	-14.969	-0.847	23.305	0.162	0.412	0.159
O	4.37	-4.77	25.605	0.384	-0.32	-0.086
O	-7.001	-4.939	22.761	0.567	-0.24	0.409
O	-25.952	7.023	-5.478	0.163	0.421	-0.226
O	-16.486	2.686	22.297	-0.161	-0.069	0.58
O	-2.161	-0.38	-3.146	0.45	-0.257	-0.158
O	-11.99	-4.713	-1.284	-0.113	-0.001	-0.18
O	-17.022	-0.52	-3.464	0.1	-0.591	-0.231
O	-0.866	2.715	25.029	-0.228	-0.417	0.029
O	-19.516	7.384	-5.963	-0.353	0.083	-0.381
O	-18.962	5.543	22.079	0.143	-0.109	0.259
O	-16.171	-5.127	-3.614	0.116	0.39	-0.348
O	-17.89	7.522	-1.141	0.112	0.06	-0.274
O	21.201	4.871	25.448	0.238	-0.599	-0.071
O	-14.863	4.464	23.289	0.17	0.512	0.095
O	12.723	-3.239	-5.991	0.165	-0.328	-0.306
O	-10.892	-8.104	22.108	-0.011	0.01	0.36
O	15.004	6.033	26.021	0.026	0.246	-0.4
O	-16.332	5.506	-0.513	-0.267	0.153	-0.688
O	24.107	1.251	-5.076	-0.241	-0.259	-0.188
O	-0.134	-2.622	22.136	-0.172	0.037	0.64
O	13.45	0.423	-3.353	0.298	-0.163	-0.278
O	0.742	-4.843	24.746	-0.078	0.294	-0.246
O	-8.033	2.817	-0.314	-0.091	0.131	-0.402
O	-9.529	-4.225	-1.834	-0.022	-0.073	0.222
O	-19.614	-0.624	25.05	0.172	-0.121	0.506
O	-20.817	-0.921	-1.19	0.109	-0.092	-0.234
O	2.773	6.82	-5.723	-0.384	-0.221	0.143
O	19.191	6.246	-3.528	-0.214	0.622	0.276
O	-17.495	-4.064	-1.636	0.354	0.424	-0.091
O	-19.068	-2.583	-0.333	0.069	-0.011	-0.412
O	-27.217	4.856	25.105	-0.285	0.613	-0.019
O	-3.377	-7.023	-0.996	0.239	0.513	-0.08
O	-8.921	-1.726	-1.334	0.407	0.348	-0.544
O	-25.17	-1.453	-6.387	0.412	-0.095	0.505
O	5.095	1.394	-3.86	0.413	-0.112	0.256
O	11.579	-7.072	-5.761	-0.085	0.538	0.252
O	-12.089	2.003	-1.377	-0.122	-0.019	0.092
O	17.272	-1.495	-1.517	-0.565	0.475	-0.208
O	10.709	-2.909	25.32	-0.03	0.729	-0.182
O	-12.269	0.585	22.988	-0.528	0.052	0.258
O	-7.969	-3.127	-6.199	0.086	-0.087	0.181
O	-15.086	-6.802	23.257	-0.084	-0.285	0.143
O	19.207	0.856	-4.901	-0.005	0.084	-0.368
O	19.039	8.159	-6.6	0.153	0.671	-0.198
O	24.078	-4.277	24.678	-0.001	-0.319	0.19
O	-3.493	6.76	24.551	-0.481	-0.231	-0.267
O	-12.907	4.884	25.022	0.201	-0.445	0.212
O	30.514	8.032	-3.763	-0.132	0.173	-0.298
O	-30.572	-7.9	-6.385	-0.018	0.25	0.725
O	-7.326	-7.847	-5.385	-0.196	-0.332	0.405
O	20.705	-1.213	-4.531	0.316	-0.108	0.312
O	-13.58	-2.73	-0.556	0.066	-0.061	-0.269
O	-20.583	3.68	22.831	0.297	0.117	0.385
O	23.207	-4.784	-4.609	0.213	-0.41	0.081
O	21.307	-5.78	-3.154	-0.271	-0.624	0.022
O	-14.289	0.122	25.754	-0.145	-0.196	0.111
O	-10.707	0.006	-0.488	-0.051	-0.115	-0.21
O	-20.316	-6.32	23.063	-0.203	0.321	0.021
O	-29.075	2.906	25.452	-0.116	0.147	-0.286
O	-14.99	-2.444	25.413	0.164	-0.114	0.148
O	-18.387	1.023	23.181	-0.19	-0.129	0.122
O	-13.438	-8.134	-0.447	0.213	-0.295	-0.357
O	-22.516	6.976	-1.665	0.386	0.031	-0.213
O	31.047	3.106	-4.944	-0.455	-0.614	-0.022
O	-11.472	6.703	-1.172	-0.071	0.336	-0.287
O	-3.855	1.333	23.258	0.172	0.154	-0.214
O	21.696	1.286	-4.163	-0.137	-0.081	0.614
O	-26.663	-4.605	-3.367	-0.247	-0.019	-0.404
O	-9.769	4.261	25.828	-0.33	-0.097	0.294
O	-3.29	-5.311	-4.444	0.097	0.233	0.557
O	13.193	-6.238	25.559	0.583	-0.155	-0.043
O	29.703	-2.38	-6.181	0.282	0.108	0.025
O	-17.575	-3.056	25.088	-0.089	0.672	0.116
O	-21.274	1.377	-5.718	-0.797	-0.152	-0.244
O	2.837	-0.317	25.154	0.281	-0.483	-0.058
O	-7.414	6.658	-3.255	-0.145	0.541	0.038
O	-8.248	0.018	22.235	-0.157	0.08	0.429
O	-17.482	6.148	24.847	-0.52	0.015	-0.324
O	-16.45	-7.684	25.137	-0.05	-0.025	0.35
O	14.197	-7.076	-5.225	-0.112	0.24	-0.261
O	-15.646	3.447	-4.185	-0.188	0.442	0.022
O	-19.071	2.632	-0.516	0.069	-0.234	-0.677
O	-20.826	2.841	-3.58	0.344	-0.093	-0.154
O	-15.36	1.362	-2.538	0.374	-0.079	0.019
O	-14.183	7.731	-6.384	-0.033	-0.475	-0.106
O	-26.596	-2.144	-4.357	-0.546	0.098	0.336
O	7.136	5.24	-7.136	0.18	0.246	0.273
O	10.045	4.009	-2.179	-0.541	-0.02	0.398
O	-8.334	6.445	25.808	0.261	0.663	0.419
O	-1.395	7.677	25.743	0.484	0.6	-0.141
O	-0.696	1.944	22.572	0.099	-0.043	0.157
O	-0.359	-6.868	-2.855	-0.394	-0.138	-0.089
O	18.529	0.353	25.355	-0.141	0.74	0.23
O	-14.401	2.305	-6.281	0.057	-0.575	0.259
O	9.014	-6.939	-6.707	0.015	0.281	0.191
O	-22.41	3.787	24.587	-0.023	-0.289	0.325
O	30.945	-5.734	-4.005	-0.58	0.168	-0.472
O	16.825	1.838	-5.077	-0.428	-0.215	-0.31
O	11.535	-7.952	24.722	-0.079	-0.218	-0.337
O	-7	0.478	-3.671	-0.414	-0.23	0.194
O	-7.291	4.207	24.946	0.402	-0.406	-0.072
O	11.949	-0.789	-1.472	-0.42	0.208	-0.022
O	2.6	-3.009	24.825	0.035	0.707	-0.129
O	-29.527	0.314	25.191	0.199	-0.45	0.23
O	-5.914	2.818	-2.934	-0.358	0.377	-0.534
O	-21.721	-5.442	-0.438	0.014	0.028	-0.56
O	-25.995	-4.417	24.378	0.003	-0.043	0.395
O	-19.663	-6.644	-4.895	-0.125	0.07	-0.041
O	-21.785	8.073	22.162	-0.242	0.112	0.137
O	25.534	-4.772	22.633	0.14	-0.276	0.173
O	10.171	2.243	-4.077	-0.334	0.575	-0.342
O	15.558	3.943	-5.825	0.028	0.31	-0.331
O	27.969	-7.508	-1.405	0.315	-0.012	-0.594
O	23.532	-1.612	-1.164	-0.032	0.441	-0.425
O	21.24	-6.119	-5.711	-0.591	-0.056	-0.367
O	-15.392	-1.022	-1.444	0.308	-0.042	-0.303
O	-28.373	6.867	-6.52	0.353	-0.518	-0.507
O	30.292	-6.933	25.2	0.248	-0.137	-0.193
O	32.566	-0.26	-3.61	-0.122	-0.374	-0.095
O	15.917	-7.973	25.549	0.066	0.449	0.149
O	-3.404	-5.123	-7.074	0.294	0.062	-0.614
O	20.72	-3.766	-4.711	0.09	0.047	-0.238
O	-5.819	-1.291	-5.369	0.178	0.183	-0.483
O	-8.182	-2.907	-3.605	-0.357	0.53	-0.142
O	-23.202	-4.912	-6.625	-0.056	-0.032	0.399
O	-30.365	5.506	-2.989	-0.511	0.204	-0.025
O	27.8	-2.797	25.272	-0.088	-0.584	-0.174
O	5.003	-2.413	-2.395	-0.125	0.712	-0.32
O	5.329	-2.861	-6.124	-0.427	-0.001	0.487
O	-3.025	-7.798	-3.459	0.437	-0.066	-0.464
O	-24.439	-3.214	-3.417	0.732	-0.265	-0.159
O	-19.069	0.914	-4.295	0.046	0.296	0.074
O	-17.447	0.646	-1.172	-0.416	-0.026	-0.143
O	-18.504	5.059	-6.049	-0.262	-0.047	0.603
O	-8.206	8.075	-0.292	-0.131	0.148	-0.177
O	28.833	3.467	-3.683	0.22	-0.732	0.079
O	-1.776	2.058	-4.225	0.222	-0.233	-0.418
O	30.768	0.865	22.467	-0.303	-0.332	-0.039
O	30.648	5.396	-3.666	0.583	0.11	-0.11
O	-21.44	0.259	-3.427	0.004	-0.384	-0.262
O	-25.088	4.81	-4.294	-0.101	-0.083	-0.294
O	-2.877	4.283	-5.419	-0.05	0.261	0.136
O	-11.128	-5.457	25.103	-0.031	-0.546	-0.297
O	-20.599	-4.7	-6.196	0.175	0.539	0.246
O	18.01	3.294	-6.894	-0.103	0.489	-0.051
O	-25.492	-4.188	-5.649	-0.279	-0.314	-0.049
O	-10.671	2.488	-3.617	0.201	-0.611	0.196
O	1.935	-7.771	-3.922	0.418	0.026	0.216
O	-5.176	5.13	-6.656	-0.164	-0.169	0.762
O	30.498	-5.433	-7.052	0.087	0.017	0.433
O	19.575	5.642	-6.057	0.301	-0.514	-0.265
O	-18.108	1.106	25.809	0.16	-0.389	0.472
O	0.984	-0.487	-1.333	-0.497	0.57	-0.022
O	24.4	-2.883	-5.909	-0.629	-0.048	-0.266
O	8.041	-7.893	24.368	0.506	0.415	0.017
O	13.209	-0.796	23.261	0.311	-0.057	0.063
O	21.181	0.405	-6.564	0.31	0.119	0.097
O	-2.004	-4.205	23.073	-0.21	0.265	0.239
O	18.98	-2.467	-6.196	-0.534	-0.003	0.085
O	-30.955	3.64	-1.196	0.107	-0.355	-0.013
O	31.343	2.623	24.358	-0.125	0.671	0.138
O	24.303	5.787	-3.313	-0.184	0.017	-0.031
O	6.808	1.059	-5.964	0.053	-0.147	0.114
O	6.833	3.668	25.814	-0.17	-0.482	0.033
O	20.125	-1.471	24.249	0.259	0.108	0.053
O	2.863	2.764	-3.533	-0.292	-0.123	-0.273
O	-18.902	-8.027	24.437	-0.289	-0.377	0.115

Results
total energy: -406621.216 eV
total energy less fixed offsets of O -438.25, Si -107.07 eV per atom: -8.416 eV
